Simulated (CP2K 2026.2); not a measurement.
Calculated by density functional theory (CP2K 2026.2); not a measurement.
Periodic cell of 2009 atoms, Si1440O569, from a study of silicon, its oxide and their interface. The atomic structure is a simulated model.
Doubt: the forces sum to 3.30 eV/angstrom along one axis rather than to zero, so they err by at least 0.0016 eV/angstrom per atom on average; the grid cutoff is modest.

Settings
functional: PBE
method: Gaussian and plane waves
basis set: DZVP-MOLOPT-SR-GTH
pseudopotentials: GTH-PBE
grid cutoff: 300 Ry, relative cutoff 40 Ry
k points: Gamma only
occupations: fixed
spin: none
net charge: 0

Cell vectors (angstrom)
a 65.28 0 0
b 0 16.32 0
c -1.7187 -1.4863 33.6892

Atoms and the computed forces on them: element, x, y, z (angstrom), force x, y, z (eV/angstrom)
Si 2.124 -1.209 -0.041 0.048 -0.037 0.097
Si 5.598 1.12 -0.44 0.009 0.12 0
Si 0.599 4.683 1.47 -0.021 0.1 0.023
Si 3.56 7.213 1.461 0.007 -0.059 0.008
Si 1.9 -7.342 1.296 -0.088 0.019 0.058
Si 3.717 -3.687 1.167 0.035 -0.103 0.662
Si 6.898 -1.282 1.136 0.336 -0.37 0.396
Si 9.756 2.469 0.941 0.419 0.157 0.485
Si 7.749 4.797 1.091 0.224 0.304 0.425
Si 9.8 7.971 0.582 0.121 -0.25 0.625
Si 7.052 9.282 1.25 -0.076 0.141 0.71
Si 9.822 12.065 1.374 0.01 -0.055 0
Si 12.065 -1.392 1.191 -0.078 -0.41 0.437
Si 16.39 2.007 0.385 -0.305 -0.084 0.636
Si 13.369 5.162 -0.34 -0.042 0.082 -0.028
Si 16.051 6.461 0.132 -0.041 -0.059 0.039
Si 11.485 10.508 0.479 -0.406 0.547 0.18
Si 15.588 -3.702 0.687 -0.031 0.033 -0.051
Si 18.646 -0.045 0.718 -0.098 -0.277 0.508
Si 21.411 1.345 1.078 0.106 0.3 0.618
Si 18.211 4.411 -0.467 -0.067 0.053 -0.019
Si 20.854 5.264 0.702 -0.06 0.105 0.523
Si 17.755 -6.042 0.655 0.096 0.083 0.039
Si 22.513 -3.095 0.012 -0.035 0.051 -0.108
Si 23.769 -0.692 1.064 0.392 0.274 0.528
Si 25.774 1.902 1.883 0.021 -0.118 0.547
Si 23.39 3.868 1.865 0.055 -0.039 0.64
Si 25.751 6.716 1.616 0.199 0.041 0.661
Si 24.637 -8.039 -0.649 -0.004 -0.043 0.233
Si 26.099 -5.543 0.023 0.036 -0.067 0.07
Si 28.53 -2.124 1.241 -0.489 -0.312 0.211
Si 30.694 1.917 1.503 -0.055 0.094 0.092
Si 29.104 3.772 1.748 0.261 -0.308 0.324
Si 32.902 7.948 2.662 0.049 0.029 -0.035
Si 28.613 9.291 1.35 0.319 -0.336 0.348
Si 31.165 12.407 1.572 0.031 -0.239 0.719
Si 34.454 -1.881 1.406 0.006 0.212 0.692
Si 37.338 1.046 1.414 0.064 -0.216 0.536
Si 33.052 5.157 0.312 -0.606 0.335 0.311
Si -29.313 5.621 0.5 0.253 -0.025 0.449
Si 34.086 9.149 1.028 -0.154 -0.491 0.492
Si 36.838 12.423 1.575 0.141 0.061 0.531
Si 39.058 -0.657 1.571 -0.074 0.082 -0.012
Si -23.127 1.576 1.631 -0.028 -0.255 0.675
Si 39.928 3.764 1.371 -0.326 0.187 0.704
Si -23.701 7.242 1.638 -0.213 0.278 0.494
Si 39.669 8.884 1.742 -0.021 -0.008 0.023
Si -22.83 11.528 1.636 -0.022 -0.001 -0.01
Si -20.254 -1.88 1.525 0.282 -0.166 0.378
Si -18.209 1.721 1.179 0.304 -0.238 0.602
Si -20.437 3.942 1.534 -0.011 0.229 0.654
Si -17.473 6.368 1.047 0.396 -0.237 0.499
Si -21.096 9.92 1.659 -0.021 0.261 0.615
Si -18.454 12.715 1.388 -0.005 0.026 0.023
Si -14.868 -1.599 1.345 0.018 0.011 -0.082
Si -12.805 1.788 1.526 -0.046 -0.004 -0.016
Si -14.506 3.691 1.496 0.079 -0.017 0.004
Si -11.831 6.462 1.581 0.01 -0.169 -0.094
Si -16.307 8.049 2.397 -0.024 -0.024 -0.01
Si -13.147 12.877 1.424 -0.09 0.266 0.461
Si -9.592 -1.325 1.557 -0.057 0.023 0.588
Si -6.481 0.938 1.42 0.023 0.01 -0.033
Si -10.24 4.546 1.417 -0.023 0.067 -0.034
Si -7.21 7.764 1.223 0.019 0.679 0.257
Si -9.086 -7.072 1.615 -0.002 -0.043 -0.059
Si -7.474 -3.593 1.484 0.154 -0.053 0.707
Si -4.744 -0.789 1.492 -0.125 0.259 0.345
Si -1.843 1.665 1.323 0.002 -0.034 0.026
Si -3.627 3.497 1.346 0.038 -0.047 -0.017
Si -1.248 6.298 1.627 0.47 -0.041 0.35
Si -3.899 -6.834 1.049 0.409 -0.37 0.298
Si -0.683 -3.201 1.127 0.357 0.112 0.321
Si 2.228 -0.471 2.704 -0.198 -0.061 0.453
Si 5.544 2.765 2.271 -0.215 -0.146 0.69
Si 2.494 5.502 2.655 -0.031 -0.04 -0.03
Si 5.436 8.154 2.582 0.076 0.001 -0.062
Si 2.709 -5.414 2.495 0.002 0.039 -0.021
Si 5.361 -2.562 2.482 0.029 -0.013 0.021
Si 8.146 0.13 2.532 -0.197 -0.371 0.384
Si 11.187 3.074 2.752 0.011 -0.011 -0.058
Si 8.577 5.878 2.948 -0.039 -0.041 -0.019
Si 10.263 7.544 2.809 0.067 0.059 -0.032
Si 8.211 10.834 2.606 -0.001 -0.004 0.038
Si 10.929 -2.708 2.745 0.038 0.053 -0.036
Si 13.994 0.163 2.871 0.163 0.343 0.302
Si 15.639 1.962 2.614 -0.013 -0.011 0.081
Si 12.865 4.82 2.712 0.039 -0.237 0.622
Si 16.533 8.049 2.563 -0.098 0.108 0.739
Si 13.582 11.035 2.54 0.203 -0.053 0.616
Si 16.774 -2.26 3.054 0.195 0.084 0.515
Si 18.397 -0.565 2.951 -0.016 0.014 0.066
Si 21.922 2.551 3.006 -0.067 -0.081 -0.062
Si 19.954 5.95 2.783 0.029 0.055 0.035
Si 21.452 7.833 2.863 -0.062 -0.288 0.424
Si 19.538 11.232 2.891 0.143 0.022 0.475
Si 21.458 -3.709 2.644 0.098 -0.327 0.43
Si 24.762 0.095 2.983 -0.029 -0.005 -0.123
Si 27.403 2.92 3.096 0.049 0.051 0.012
Si 24.553 5.436 3.085 -0.013 -0.029 -0.031
Si 27.356 7.989 2.815 -0.002 0.023 -0.043
Si 25.326 11.394 2.862 0.12 0.138 0.559
Si 27.061 -3.153 2.858 0.019 0.025 0.014
Si 29.923 0.168 2.882 0.413 0.194 0.257
Si 32.612 2.864 2.501 -0.206 -0.326 0.284
Si 30.205 5.455 2.883 -0.065 0.033 0.032
Si 31.459 6.669 1.285 0.076 -0.037 0.016
Si 30.039 10.684 2.71 -0.002 0.03 -0.044
Si 32.79 -2.764 2.859 -0.024 0.058 -0.041
Si 35.524 -0.048 2.554 0.001 0.018 -0.054
Si 38.301 2.71 2.761 -0.013 -0.044 -0.071
Si 36.311 6.009 2.805 -0.062 0.003 0.069
Si 37.964 7.838 3.081 -0.018 -0.026 -0.099
Si 35.535 11.055 2.939 0.37 0.121 0.422
Si 38.24 -2.518 2.798 -0.027 -0.033 -0.046
Si -24.428 0.076 2.882 0.045 -0.004 -0.057
Si -21.754 2.766 3.027 0.034 0.03 -0.031
Si -24.521 5.429 2.864 -0.023 0.065 -0.055
Si -21.957 8.186 2.932 -0.008 0.002 -0.069
Si -24.536 10.632 2.998 -0.052 -0.053 0.038
Si -21.87 -2.954 2.842 -0.055 -0.025 0.025
Si -19.171 -0.015 2.589 -0.006 -0.009 0.027
Si -16.428 2.708 2.592 -0.076 0.025 -0.034
Si -19.045 5.473 2.636 -0.006 -0.019 -0.046
Si -14.714 9.315 1.079 0.05 -0.056 -0.086
Si -19.248 10.93 2.743 -0.004 0 -0.055
Si -16.572 -2.694 2.599 0.005 -0.041 -0.037
Si -13.84 0.044 2.742 0.041 -0.013 -0.058
Si -11.15 2.857 2.812 -0.004 0.02 -0.036
Si -13.562 5.416 2.811 0.024 0.01 0.053
Si -10.792 8.145 2.858 0.042 0.042 0.123
Si -13.85 10.951 2.604 0.005 0.019 0.075
Si -11.207 -2.631 2.656 -0.003 -0.037 -0.041
Si -8.243 0.119 2.792 -0.048 0.017 -0.05
Si -5.428 2.638 2.675 -0.004 -0.003 -0.039
Si -8.456 5.382 2.727 -0.333 -0.393 0.366
Si -5.406 8.436 2.594 0.031 -0.013 0.01
Si -8.32 -5.278 2.884 0.018 0.049 -0.008
Si -5.776 -2.489 2.718 0.003 -0.053 -0.041
Si -2.905 0.098 2.742 0.005 -0.033 -0.081
Si -0.226 2.781 2.618 0.034 0 -0.065
Si -2.853 5.215 2.852 -0.036 -0.077 -0.017
Si 0.036 8.079 2.549 0.03 -0.059 -0.038
Si -2.324 -5.563 2.251 -0.054 -0.596 0.049
Si 0.472 -2.232 2.88 0.036 0.013 -0.035
Si 1.228 1.369 3.849 0.011 -0.014 0.023
Si 3.981 3.992 3.703 0.072 -0.013 -0.065
Si 1.28 6.832 4.106 -0.013 0.014 -0.047
Si 4.123 9.618 3.917 -0.009 0.028 -0.065
Si 1.392 -4.088 3.993 -0.004 0.006 -0.017
Si 4.011 -1.354 3.981 -0.023 -0.005 0.032
Si 6.712 1.399 3.875 0.016 0.057 -0.073
Si 9.564 4.108 4.128 0.044 -0.036 0.009
Si 6.734 6.82 4.038 -0.011 -0.004 0.039
Si 9.434 9.417 4.02 -0.017 -0.001 0.043
Si 6.751 12.292 3.816 0.003 0.031 -0.001
Si 9.492 -1.278 3.914 -0.013 0.007 -0.01
Si 12.255 1.347 3.98 0.005 0.017 -0.054
Si 14.824 3.907 3.778 0.021 0.036 -0.138
Si 12.107 6.654 3.981 0.007 0.022 -0.057
Si 15.004 9.49 3.754 0.026 0.014 -0.035
Si 12.299 12.272 4.073 0.065 -0.004 -0.04
Si 15.049 -1.331 4.306 -0.022 -0.025 0.001
Si 17.483 1.295 4.015 0.011 0.067 -0.018
Si 20.555 4.089 4.126 -0.024 -0.014 0.029
Si 17.945 6.749 3.911 -0.015 0.006 -0.059
Si 20.486 9.498 4.162 -0.075 0.022 0.073
Si 17.81 12.244 4.12 -0.038 -0.025 -0.025
Si 20.305 -1.344 4.07 -0.198 0.321 0.35
Si 23.261 1.235 4.343 0.002 0.035 -0.001
Si 25.986 4.176 4.415 -0.022 0.006 0.04
Si 23.166 6.88 4.21 -0.087 -0.003 0.021
Si 26.093 9.518 4.12 -0.037 0.007 -0.028
Si 23.337 12.098 4.014 0.056 0.018 -0.084
Si 26.046 -1.447 4.17 0.026 -0.005 0.011
Si 28.634 1.397 4.37 0.029 -0.015 0.008
Si 31.54 4.105 4.214 0.037 -0.073 -0.034
Si 28.76 6.748 4.202 -0.008 -0.021 -0.018
Si 31.52 9.395 4.033 0.024 0.006 -0.023
Si 28.735 12.11 4.149 -0.013 -0.027 -0.015
Si 31.436 -1.253 4.079 -0.07 -0.009 0.011
Si 34.108 1.44 3.817 0.02 -0.021 -0.01
Si 36.98 4.141 4.097 -0.025 -0.01 -0.022
Si 34.338 6.742 4.062 0.077 -0.041 -0.053
Si 36.773 9.507 4.226 -0.041 0.019 0.028
Si 34.092 12.265 4.322 0.031 -0.004 -0.018
Si 36.774 -1.302 4.165 0.014 0.017 -0.006
Si -25.718 1.429 4.28 0.004 0.007 0.005
Si -23.12 4.161 4.277 -0.016 0.001 0.022
Si -25.812 6.67 4.403 -0.034 -0.004 0.044
Si -23.171 9.455 4.455 0.002 0.05 0.005
Si -25.795 12.273 4.135 -0.002 -0.03 0.032
Si -23.148 -1.446 4.133 0.027 0.042 0.027
Si -20.403 1.276 4.168 0.025 -0.028 0.036
Si -17.731 4.088 4.034 0.028 -0.028 0.028
Si -20.417 6.808 4.06 -0.023 -0.035 0.007
Si -17.724 9.466 3.858 0.039 0.013 -0.041
Si -20.482 12.179 4.299 -0.023 -0.037 -0.008
Si -17.784 -1.287 4.053 -0.004 0.005 -0.022
Si -15.203 1.359 4.104 0.034 0.01 0.022
Si -12.346 4.138 4.314 -0.009 0.057 0.047
Si -15.048 6.809 3.986 -0.018 -0.054 0.009
Si -12.352 9.6 3.961 0.003 0.006 -0.023
Si -15.235 12.228 4.019 0.021 0.022 0.037
Si -12.415 -1.255 4.106 -0.025 0.036 -0.002
Si -9.664 1.492 4.047 0.017 0.021 -0.002
Si -6.909 4.05 3.94 0.034 0.052 -0.012
Si -9.523 6.825 4.273 -0.046 -0.035 -0.011
Si -6.765 -6.589 4.087 0 -0.039 0.009
Si -9.84 -3.996 4.099 -0.019 0.013 0.024
Si -7.025 -1.246 4.229 0.004 0.016 0.018
Si -4.184 1.388 4.209 -0.019 -0.009 -0.001
Si -1.453 3.997 4.228 0.037 0.015 -0.057
Si -4.247 6.81 3.92 -0.015 0.013 0.005
Si -1.294 -6.841 3.903 -0.007 0.017 -0.011
Si -4.29 -3.77 4.016 -0.312 0.256 0.423
Si -1.405 -1.258 4.002 -0.031 0.038 -0.009
Si -0.098 0.112 5.366 0.024 -0.016 0.009
Si 2.658 2.706 5.187 -0.005 -0.005 -0.011
Si -0.083 5.468 5.435 -0.021 -0.002 0.025
Si 2.714 8.249 5.301 -0.037 0.037 -0.036
Si -0.05 -5.404 5.303 -0.026 0.024 0.018
Si 2.742 -2.756 5.383 -0.021 0.01 -0.016
Si 5.364 0.057 5.275 0.001 0.037 -0.009
Si 8.096 2.71 5.287 -0.06 -0.013 0.033
Si 5.33 5.35 5.201 -0.001 0.012 -0.024
Si 8.034 8.196 5.441 0.021 -0.002 -0.053
Si 5.442 10.963 5.297 0.045 0.003 -0.003
Si 8.107 -2.678 5.218 -0.025 -0.009 -0.006
Si 10.869 0.006 5.313 -0.017 0.003 0.013
Si 13.596 2.687 5.393 0.014 -0.023 -0.038
Si 10.855 5.434 5.533 -0.014 0.004 -0.024
Si 13.592 8.125 5.141 -0.002 0.036 0.008
Si 10.88 10.819 5.286 -0.014 -0.003 -0.034
Si 13.622 -2.738 5.467 -0.004 -0.027 0.057
Si 16.365 0.029 5.638 0.066 0.018 -0.071
Si 18.996 2.705 5.28 0 -0.014 -0.087
Si 16.366 5.328 5.086 -0.03 -0.029 -0.052
Si 19.1 8.116 5.454 0.031 -0.042 -0.039
Si 16.342 10.805 5.269 -0.035 -0.038 -0.011
Si 19.165 -2.791 5.54 -0.003 0.102 -0.052
Si 21.751 -0.091 5.493 -0.007 -0.065 0.009
Si 24.612 2.685 5.625 -0.025 -0.031 -0.028
Si 21.897 5.402 5.557 -0.011 -0.01 -0.053
Si 24.623 8.225 5.476 0.02 0.038 -0.015
Si 21.994 10.771 5.464 -0.034 0.025 -0.053
Si 24.528 -2.737 5.448 0.029 0.027 -0.029
Si 27.318 -0.074 5.602 -0.034 -0.011 0.027
Si 30.106 2.77 5.567 -0.018 0.026 0.023
Si 27.393 5.506 5.664 0.011 0.011 0.012
Si 30.131 8.141 5.499 0.012 0.013 -0.013
Si 27.408 10.81 5.575 -0.001 -0.015 0.026
Si 30.084 -2.717 5.415 0.028 0.004 0.006
Si 32.806 0.122 5.393 -0.027 0.05 -0.017
Si 35.462 2.759 5.325 0.009 -0.021 -0.03
Si 32.934 5.443 5.506 0.018 0.03 -0.001
Si 35.435 8.164 5.588 0.01 -0.031 0.006
Si 32.736 10.805 5.526 -0.012 -0.022 0.012
Si 35.455 -2.647 5.588 -0.004 0.013 -0.006
Si -27.143 0.036 5.548 0.017 -0.022 -0.029
Si -24.419 2.773 5.66 -0.031 0.003 -0.014
Si -27.113 5.326 5.733 -0.012 0.027 0.031
Si -24.489 8.074 5.734 0.019 -0.002 -0.003
Si -27.155 10.925 5.531 0.033 0.001 0.023
Si -24.463 -2.751 5.571 0.003 -0.012 0.006
Si -21.779 -0.072 5.51 -0.025 -0.013 0.011
Si -19.045 2.702 5.469 0.016 0.016 -0.058
Si -21.712 5.494 5.556 0.011 -0.005 0.004
Si -19.051 8.184 5.387 -0.012 0.027 0.003
Si -21.783 10.849 5.696 0.007 0.013 0.037
Si -19.09 -2.685 5.492 -0.007 0.001 -0.023
Si -16.458 0 5.513 -0.033 -0.006 0.028
Si -13.779 2.715 5.491 -0.011 -0.012 -0.039
Si -16.382 5.453 5.412 -0.013 0.02 -0.012
Si -13.692 8.201 5.349 -0.002 -0.006 -0.03
Si -16.481 10.825 5.396 -0.024 -0.014 0.006
Si -13.798 -2.703 5.378 0.032 -0.023 -0.04
Si -11.001 0.085 5.43 -0.004 0.001 0.003
Si -8.258 2.783 5.421 -0.026 -0.024 0.004
Si -10.943 5.498 5.594 0.004 -0.013 -0.011
Si -8.131 -8.032 5.444 0.036 -0.018 -0.037
Si -11.077 -5.411 5.459 -0.015 0.035 0.007
Si -8.394 -2.67 5.465 0.022 -0.037 -0.024
Si -5.567 0.048 5.53 0.015 -0.03 -0.01
Si -2.828 2.709 5.567 0.019 -0.008 0.006
Si -5.595 5.481 5.329 0.001 0.012 0
Si -2.79 8.179 5.239 0.035 -0.004 -0.013
Si -5.456 -5.262 5.442 0.06 0.013 0.003
Si -2.795 -2.576 5.378 -0.018 -0.065 0.018
Si 1.369 -1.373 17.508 -0.018 -0.01 -0.007
Si 4.094 1.354 17.487 -0.006 -0.004 0.002
Si 1.362 4.121 17.522 0.011 -0.027 -0.017
Si 4.156 6.845 17.552 0.014 0.012 0.003
Si 1.453 -6.768 17.615 0.01 0.025 0.018
Si 4.069 -4.131 17.595 -0.022 -0.015 -0.001
Si 6.747 -1.427 17.482 0.001 -0.004 0.008
Si 9.472 1.317 17.483 -0.014 -0.002 0.034
Si 6.775 4.07 17.539 0.012 0.011 0.004
Si 9.504 6.758 17.548 0.019 -0.004 0.008
Si 6.801 9.495 17.584 0.002 0.01 -0.021
Si 9.5 -4.147 17.453 -0.029 -0.026 -0.007
Si 12.181 -1.378 17.501 -0.016 -0.001 0.021
Si 14.945 1.392 17.315 -0.026 0.044 -0.026
Si 12.154 4.085 17.411 -0.022 -0.011 -0.008
Si 14.979 6.882 17.509 0.016 0.024 0.004
Si 12.252 9.566 17.58 0 0.031 0.018
Si 14.892 -4.105 17.532 0.003 0 -0.02
Si 17.605 -1.429 17.506 -0.037 0.007 -0.004
Si 20.355 1.296 17.396 -0.019 -0.001 -0.04
Si 17.636 4.094 17.424 -0.005 -0.007 -0.003
Si 20.382 6.799 17.547 0.031 -0.018 -0.004
Si 17.671 9.524 17.589 0.028 -0.002 0.016
Si 20.383 -4.126 17.614 0.003 -0.012 0.004
Si 23.157 -1.405 17.706 -0.004 0.008 0.026
Si 25.807 1.333 17.719 -0.024 0.018 -0.01
Si 23.091 3.992 17.626 -0.004 0.014 -0.012
Si 25.873 6.765 17.552 -0.009 -0.006 -0.028
Si 23.163 9.494 17.617 -0.01 -0.032 -0.005
Si 25.892 -4.077 17.824 0.018 0.055 0.025
Si 28.54 -1.425 17.836 -0.03 -0.033 0.016
Si 31.287 1.384 17.876 -0.01 -0.025 0.043
Si 28.495 4.03 17.758 -0.002 0.01 0.006
Si 31.249 6.784 17.697 -0.002 -0.002 -0.001
Si 28.609 9.492 17.77 -0.041 -0.028 0.037
Si 31.369 -3.98 17.83 0.058 0.034 0.009
Si 34 -1.354 17.939 0.016 -0.011 -0.034
Si 36.705 1.377 17.979 0 0.011 0.015
Si 34.057 4.143 17.767 0.014 0.014 -0.003
Si 36.749 6.806 17.898 0 -0.004 0.001
Si 33.98 9.488 17.724 0.021 -0.026 0.014
Si 36.807 -4.02 17.796 0.004 -0.004 -0.01
Si -25.781 -1.286 17.831 0.023 -0.026 -0.033
Si -23.101 1.369 17.965 0.028 -0.027 -0.016
Si -25.855 4.049 17.89 0.006 -0.019 -0.012
Si -23.109 6.717 17.917 -0.025 0.003 0.021
Si -25.83 9.497 17.856 0.006 0.02 -0.007
Si -23.136 -4.13 17.85 0.012 -0.012 -0.003
Si -20.424 -1.345 17.806 -0.014 0.01 -0.011
Si -17.665 1.298 17.985 -0.007 -0.017 0.017
Si -20.39 3.986 17.966 0.013 -0.009 -0.008
Si -17.666 6.723 17.86 -0.042 -0.008 0.018
Si -20.382 9.466 17.773 0.019 0.001 -0.029
Si -17.686 -4.082 17.733 -0.04 -0.015 -0.01
Si -14.992 -1.38 17.872 -0.021 -0.026 -0.001
Si -12.248 1.413 17.592 0.033 -0.002 0.003
Si -14.952 4.01 17.816 -0.009 -0.014 0.033
Si -12.196 6.863 17.816 0.033 0.02 0.023
Si -14.824 9.541 17.878 0.008 -0.005 0.003
Si -12.181 -4.037 17.885 0.039 -0.026 0.022
Si -9.55 -1.242 17.371 -0.077 -0.009 -0.002
Si -6.711 1.526 17.448 -0.052 0.051 0.017
Si -9.517 4.151 17.618 0.018 0.019 -0.032
Si -6.807 6.964 17.695 0.052 0.01 0.017
Si -9.508 -6.63 17.905 -0.01 0.016 0.06
Si -6.74 -3.966 17.631 -0.068 0.029 0.029
Si -3.991 -1.26 17.545 -0.012 -0.013 -0.015
Si -1.392 1.426 17.573 -0.007 -0.004 0.017
Si -4.038 4.192 17.501 0.018 0.005 0
Si -1.304 6.856 17.578 0.014 -0.029 -0.013
Si -4.104 9.624 17.684 -0.007 0.002 0.008
Si -1.383 -4.026 17.56 -0.013 -0.026 0
Si 2.733 -0.003 18.814 0.004 -0.012 0.012
Si 5.443 2.67 18.892 -0.003 -0.008 0.021
Si 2.799 5.443 18.824 -0.019 0.013 -0.013
Si 5.517 8.126 19.018 0.002 -0.029 0.017
Si 2.768 -5.439 19.087 -0.025 0.022 0.001
Si 5.433 -2.767 18.913 0.005 0.012 0.008
Si 8.123 -0.108 18.811 0.03 -0.008 -0.022
Si 10.774 2.764 18.792 0.018 0.01 0.006
Si 8.117 5.412 18.933 -0.036 -0.032 -0.003
Si 10.916 8.122 18.852 -0.01 -0.037 -0.008
Si 8.177 10.877 18.894 0.001 0.002 0.039
Si 10.792 -2.793 18.824 0.057 0.075 -0.002
Si 13.625 0.076 18.666 0.038 0.022 0.002
Si 16.219 2.76 18.711 -0.019 0.012 -0.005
Si 13.559 5.457 18.677 -0.014 0.001 -0.044
Si 16.293 8.239 18.986 -0.011 -0.016 0.037
Si 13.565 10.964 19.024 0.005 0.011 0.035
Si 16.203 -2.747 18.892 -0.01 -0.006 0.006
Si 19.019 -0.046 18.735 0.007 0.051 0.019
Si 21.6 2.588 18.852 -0.021 0.003 -0.055
Si 18.966 5.421 18.81 0.011 0 -0.04
Si 21.717 8.185 18.905 -0.007 0 -0.02
Si 19.016 10.857 19.001 0.026 -0.037 0.025
Si 21.78 -2.826 18.985 0.025 0.031 -0.001
Si 24.429 0.036 19.12 0.031 -0.002 -0.013
Si 27.106 2.673 19.141 -0.005 0.017 0.033
Si 24.531 5.398 18.863 0 0.003 -0.001
Si 27.173 8.055 19.013 0 -0.028 -0.029
Si 24.542 10.766 19.061 -0.007 -0.043 -0.01
Si 27.187 -2.714 19.336 0.038 0.012 -0.01
Si 29.88 -0.048 19.17 0.025 0.044 0.023
Si 32.7 2.856 19.132 -0.007 0.041 -0.004
Si 29.855 5.453 19.038 -0.009 -0.002 -0.03
Si 32.582 8.123 19.068 -0.017 -0.001 0.024
Si 30.032 10.906 19.058 -0.052 -0.019 0.005
Si 32.645 -2.653 19.387 -0.022 0.015 0.045
Si 35.318 -0.001 19.352 -0.032 -0.006 0.031
Si 38.055 2.783 19.335 -0.007 0.029 0.011
Si 35.328 5.481 19.242 0.007 -0.009 -0.039
Si 38.143 8.142 19.27 0.012 0.004 -0.008
Si 35.376 10.88 18.964 -0.032 0.054 0.081
Si 38.177 -2.631 19.172 -0.056 0.001 0.036
Si -24.481 0.017 19.312 -0.039 0.008 0.026
Si -21.769 2.681 19.429 0.033 0.036 0.029
Si -24.487 5.325 19.294 0.053 0.02 0.014
Si -21.689 8.109 19.175 -0.009 0.003 0.015
Si -24.485 10.824 19.244 0.01 -0.007 0.017
Si -21.787 -2.706 19.126 0.017 0.035 -0.042
Si -19.136 -0.079 19.302 0.046 0.021 0.017
Si -16.229 2.657 19.335 0.029 -0.064 0.045
Si -19.014 5.346 19.297 0.012 0.02 0.023
Si -16.169 8.036 19.11 0.032 0.004 -0.016
Si -19.009 10.846 19.06 -0.009 0.019 -0.04
Si -16.428 -2.777 19.2 0.037 0.002 0.042
Si -13.571 0.118 19.025 -0.052 0.037 0.034
Si -10.866 2.74 18.93 -0.068 0.008 -0.013
Si -13.542 5.382 19.092 0.02 0.011 -0.034
Si -10.859 8.224 19.271 -0.001 0.021 -0.011
Si -13.516 10.926 19.383 -0.013 0.035 0.058
Si -10.733 -2.478 18.95 -0.003 -0.015 -0.015
Si -8.13 0.107 18.585 0.017 -0.033 -0.087
Si -5.386 2.874 18.849 0 -0.016 0.023
Si -8.169 5.528 18.963 -0.027 -0.032 -0.003
Si -5.518 8.377 19.124 -0.036 -0.012 0.049
Si -8.103 -5.093 19.196 0.005 0.039 0.027
Si -5.343 -2.56 18.913 0.017 0.011 -0.032
Si -2.69 0.05 18.995 0.024 0.003 0.045
Si -0.038 2.816 18.885 -0.021 0.03 0.019
Si -2.72 5.531 18.894 0.011 0.021 -0.003
Si 0.15 -8.195 18.93 0.022 -0.032 -0.013
Si -2.717 -5.318 19.008 0.004 0.014 0.025
Si 0.025 -2.722 18.885 0.01 0.018 0.012
Si 1.399 1.422 20.095 0.024 -0.001 -0.047
Si 4.097 4.086 20.209 -0.005 0.027 -0.025
Si 1.578 6.75 20.298 0.001 0.015 -0.009
Si 4.244 -6.806 20.426 -0.034 0.02 -0.026
Si 1.237 -4.095 20.363 0.044 0.007 -0.042
Si 3.993 -1.423 20.205 -0.062 -0.059 0.027
Si 6.783 1.198 20.172 0.006 0.003 -0.027
Si 9.403 3.993 20.278 -0.026 -0.045 0
Si 6.845 6.711 20.444 0.01 0.012 -0.01
Si 9.525 9.428 20.186 -0.009 0.019 0.017
Si 6.898 -4.019 20.303 0.023 0.067 0.009
Si 9.432 -1.481 20.2 -0.137 -0.028 0.024
Si 12.257 1.435 19.965 0.027 0.046 -0.059
Si 14.847 4.143 20.055 -0.03 0.006 -0.016
Si 12.335 6.75 20.145 0 0.011 0.015
Si 14.975 9.663 20.423 0.058 -0.006 -0.013
Si 12.131 -3.958 20.362 0.051 0.074 0.078
Si 14.815 -1.299 20.134 -0.018 0.039 -0.008
Si 17.584 1.342 19.932 0.006 -0.007 0.034
Si 20.238 3.99 20.139 -0.034 -0.007 0.01
Si 17.661 6.746 20.216 0.015 0.001 -0.033
Si 20.384 9.46 20.375 0.01 0.035 -0.042
Si 17.606 -4.045 20.279 -0.003 -0.002 -0.022
Si 20.388 -1.338 20.143 0.094 0.02 0.078
Si 22.88 1.325 20.373 0.013 0.015 0.082
Si 25.697 4.076 20.436 -0.056 -0.017 0.069
Si 23.091 6.734 20.089 -0.004 -0.006 -0.048
Si 25.869 9.355 20.456 0.003 0.038 0.031
Si 23.094 -4.285 20.37 -0.034 -0.012 0.072
Si 25.769 -1.189 20.648 0.019 0.003 0.052
Si 28.537 1.339 20.49 0 0.005 -0.059
Si 31.275 4.243 20.411 0.007 0.066 0.013
Si 28.487 6.732 20.436 0.016 0.012 -0.004
Si 31.319 9.518 20.461 0.052 0.01 0.015
Si 28.608 -4.285 20.52 -0.39 -0.201 -0.37
Si 31.232 -1.164 20.761 0.001 -0.024 0.052
Si 33.934 1.504 20.608 -0.045 -0.056 0.007
Si 36.682 4.212 20.688 -0.026 0.017 0.05
Si 33.9 6.848 20.533 0.031 0.019 0.079
Si 36.665 9.572 20.41 -0.01 -0.026 0.065
Si 34.115 -4.188 20.487 -0.004 0.017 -0.026
Si 36.802 -1.372 20.641 -0.042 -0.002 -0.013
Si 39.434 1.421 20.688 0.029 -0.025 0.012
Si -23.181 4.019 20.824 -0.031 0.011 -0.018
Si 39.504 6.744 20.654 -0.018 0.051 0.07
Si -23.098 9.4 20.537 -0.037 0.018 -0.002
Si 39.487 -4.028 20.558 -0.016 0.014 0.001
Si -23.141 -1.462 20.604 0.013 -0.052 0.037
Si -20.476 1.221 20.797 0.007 0.029 0.016
Si -17.629 4.001 20.689 -0.036 -0.027 -0.01
Si -20.438 6.696 20.614 -0.051 -0.043 -0.058
Si -17.591 9.427 20.277 0.045 0.006 0.023
Si -20.411 -4.108 20.357 0.015 -0.013 0.042
Si -17.884 -1.568 20.641 -0.006 0.08 0.013
Si -14.712 1.325 20.679 0.15 0.416 -0.378
Si -12.153 4.022 20.393 -0.023 0.006 -0.022
Si -14.911 6.583 20.537 -0.06 -0.072 -0.009
Si -12.212 9.478 20.816 0.071 0.003 0.037
Si -15.159 -4.155 20.627 -0.205 -0.4 -0.394
Si -12.07 -1.091 20.276 0.024 -0.071 0.012
Si -9.379 1.363 20.053 0.02 0.015 -0.033
Si -6.789 4.166 20.239 -0.008 -0.009 -0.029
Si -9.431 6.77 20.494 0.03 0.035 0
Si -6.823 9.857 20.61 0.042 -0.03 -0.049
Si -8.815 -2.981 20.222 0.109 -0.049 -0.089
Si -6.999 -1.307 19.998 -0.006 0.021 0.09
Si -4.214 1.401 20.241 -0.047 -0.093 0.022
Si -1.409 4.172 20.286 -0.007 -0.019 0.011
Si -4.128 6.829 20.267 -0.023 0.038 -0.018
Si -1.26 -6.807 20.155 -0.052 0.005 -0.001
Si -4.035 -3.847 20.401 -0.014 -0.016 0.013
Si -1.154 -1.283 20.289 -0.033 0.004 -0.047
Si 0.198 0.159 21.599 0.057 0 0.099
Si 2.702 2.733 21.48 -0.035 0.026 0.024
Si 0.161 5.4 21.606 0.005 -0.02 0.056
Si 3.076 7.953 21.748 0.026 -0.097 0.002
Si 0.083 -5.689 21.697 0.021 0.026 0.112
Si 2.618 -2.719 21.65 -0.177 0.25 -0.754
Si 5.407 -0.148 21.522 0.024 0.036 0.018
Si 8.191 2.35 21.627 0.023 0.041 -0.015
Si 5.527 5.152 21.724 0.078 0.007 0
Si 8.342 8.057 21.74 -0.015 -0.022 0.019
Si 5.827 -5.55 21.697 0.065 -0.011 0.051
Si 8.195 -2.73 21.874 -0.003 0.055 0.063
Si 11.147 -0.237 21.114 -0.006 -0.007 0.012
Si 13.536 2.784 21.413 -0.005 0.003 0.071
Si 10.917 5.4 21.424 -0.008 0.002 0.051
Si 13.68 8.075 21.595 0.039 -0.033 0.031
Si 10.815 10.811 21.556 0.034 -0.073 0.047
Si 12.876 -1.877 21.39 0.008 -0.159 -0.094
Si 16.35 -0.016 21.345 0.02 -0.047 -0.002
Si 18.805 2.61 21.428 -0.009 0.113 0.119
Si 16.199 5.407 21.468 -0.007 0.04 0.057
Si 19.131 7.907 21.631 0.069 -0.044 -0.016
Si 16.451 11.001 21.869 0.145 -0.38 -0.322
Si 19.01 -2.625 21.474 -0.003 -0.004 0.077
Si 21.553 -0.1 21.789 -0.012 -0.01 0.046
Si 23.594 3.314 21.417 0.036 0.086 -0.562
Si 21.936 5.105 21.272 0.03 0.002 0.029
Si 24.422 7.914 21.607 -0.017 -0.069 -0.003
Si 21.741 10.71 21.888 0.05 -0.037 0.005
Si 24.291 -2.759 21.67 -0.404 0.371 -0.304
Si 27.208 0.253 22.138 -0.02 0.017 -0.01
Si 30.198 2.572 21.618 0.036 -0.038 0.057
Si 27.272 5.223 21.842 0.015 -0.002 -0.023
Si 29.584 8.447 21.648 -0.045 -0.032 0.054
Si 27.754 10.173 21.664 -0.005 0.019 -0.101
Si 30.106 -2.343 22.514 -0.179 0.65 -0.192
Si 31.981 0.842 21.809 0 0.066 0.021
Si 35.366 2.744 21.999 -0.006 0.044 0.059
Si 32.326 5.758 21.949 -0.166 0.304 -0.515
Si 34.963 8.587 21.691 -0.247 0.235 -0.542
Si 33.196 10.337 21.72 0.022 -0.028 0.028
Si 35.945 -3.303 21.682 0.037 -0.077 0.086
Si 38.142 -0.01 22.047 -0.014 0.022 0.076
Si 40.717 2.674 22.286 -0.008 0.052 0.017
Si 38.014 5.63 22.09 -0.025 0.046 0.039
Si 41.34 7.632 21.856 0.061 -0.067 0.038
Si 37.684 11.286 21.629 -0.249 0.259 -0.528
Si 40.867 -2.828 22.093 0.019 0.002 0.073
Si -21.88 -0.212 22.144 0.047 0.012 0.064
Si -18.792 2.394 21.981 -0.244 0.185 -0.727
Si -22.236 5.868 21.991 -0.148 0.14 -0.454
Si -18.843 8.037 21.62 0.042 -0.019 -0.037
Si -21.73 10.872 21.683 -0.039 0.003 -0.037
Si -19.209 -2.986 22.02 -0.033 -0.044 0.101
Si -16.9 -0.149 22.177 -0.167 -0.453 -0.424
Si -13.267 2.657 21.98 0.004 -0.015 -0.012
Si -16.182 5.243 22.101 -0.029 0.054 -0.026
Si -13.566 7.876 21.935 0.054 0.027 0.061
Si -16.402 10.613 21.914 0.044 -0.037 0.056
Si -13.15 -2.327 21.885 0.097 0.438 -0.388
Si -10.492 0.034 21.6 0.011 0.014 -0.009
Si -7.856 2.449 21.396 0.039 -0.015 0.148
Si -10.672 5.188 21.768 0.05 -0.008 0.026
Si -8.31 8.414 21.787 0.147 -0.075 -0.763
Si -10.822 -6.26 22.712 -0.473 -0.04 -0.561
Si -9.304 -1.922 22.256 0.032 -0.122 0.102
Si -6.184 0.591 21.408 -0.053 -0.101 -0.064
Si -2.825 2.746 21.576 0.039 -0.005 -0.037
Si -5.498 5.518 21.641 -0.068 0.036 0.147
Si -2.738 -8.056 21.429 0.157 -0.229 -0.652
Si -5.605 -4.794 21.915 0.087 -0.329 -0.531
Si -2.553 -2.493 21.678 0.011 -0.176 -0.578
Si 1.659 -0.397 23.432 -0.271 0.19 -0.519
Si 4.093 1.358 22.689 -0.041 -0.066 -0.535
Si 1.11 3.687 22.928 0.136 0.264 -0.724
Si 4.451 6.562 23.244 -0.136 -0.007 -0.719
Si 1.473 -7.181 22.898 0.077 0.011 -0.702
Si 4.813 -4.139 23.214 0.436 -0.247 -0.412
Si 6.489 -1.474 23.142 0.364 0.033 -0.658
Si 10.032 1.142 22.651 -0.221 -0.289 -0.554
Si 6.481 3.337 22.953 0.146 0.001 -0.617
Si 10.036 6.945 22.941 -0.179 -0.116 -0.691
Si 7.528 -6.486 22.997 0.127 0.223 -0.466
Si 9.155 -4.685 22.986 -0.065 -0.041 -0.001
Si 13.47 -1.048 23.461 -0.228 -0.07 -0.512
Si 15.024 1.438 22.53 0.062 -0.008 -0.554
Si 11.875 3.777 22.779 0.471 0.253 -0.62
Si 15.36 7.048 22.952 -0.312 -0.163 -0.725
Si 12.096 9.265 22.769 -0.037 0.119 -0.586
Si 15.416 -3.371 24.318 0.151 -0.141 0.001
Si 18.043 -0.881 22.739 0.048 0.081 0.057
Si 19.658 0.913 22.793 0.021 -0.11 -0.026
Si 17.094 3.656 22.702 0.139 -0.033 -0.784
Si 20.744 6.492 22.771 -0.121 -0.159 -0.53
Si 17.681 9.241 22.95 0.161 0.215 -0.568
Si 20.528 -3.76 22.83 0.298 0.101 -0.404
Si 22.346 -2.107 22.876 -0.066 -0.088 -0.118
Si 27.039 2.147 23.676 0.38 -0.307 -0.621
Si 24.421 3.855 24.064 -0.077 0.003 0.087
Si 25.588 6.444 23.019 0.305 -0.081 -0.589
Si 22.85 8.833 23.083 0.069 0.369 -0.546
Si 25.948 -3.371 24.161 -0.006 0.092 -0.021
Si 28.357 -1.258 23.714 0.162 0.169 -0.622
Si 32.555 0.9 24.048 -0.175 -0.126 -0.66
Si 28.788 3.745 23.156 0.047 -0.016 -0.139
Si 30.924 7.263 23.284 0.003 0.113 -0.014
Si 27.726 -5.665 23.926 -0.137 -0.089 -0.63
Si 31.959 -3.548 24.864 0.248 -0.401 -0.356
Si -31.021 -1.608 25.064 0.246 -0.363 -0.304
Si 36.947 1.587 23.344 -0.16 -0.267 -0.639
Si 33.974 3.639 23.643 0.355 -0.23 -0.559
Si 36.983 7.231 23.599 0.114 -0.207 -0.625
Si -32.075 -5.318 23.963 -0.322 0.392 -0.398
Si -29.794 -3.3 23.947 -0.302 0.32 -0.402
Si 39.847 -1.052 23.311 0.033 0.026 -0.002
Si 41.587 0.684 23.414 -0.165 -0.092 -0.563
Si 39.025 3.977 23.495 0.316 0.17 -0.736
Si -24.026 -8.109 24.116 -0.014 -0.163 -0.643
Si -26.574 -6.485 24.307 -0.145 0.037 -0.102
Si 42.705 -3.91 23.269 0.085 0.236 -0.417
Si -20.979 -2.075 23.376 -0.017 -0.075 -0.01
Si -17.365 -1.035 25.192 -0.055 0.036 -0.089
Si -21.998 4.932 25.095 -0.049 0.104 -0.139
Si -17.234 7.124 23.111 -0.047 0.009 0.057
Si -19.942 9.778 22.637 0.053 0.091 -0.032
Si -18.269 -4.905 23.132 -0.165 -0.015 -0.592
Si -12.76 -2.141 24.742 0.105 -0.002 -0.142
Si -11.301 1.73 23.058 0.169 0.157 -0.473
Si -14.522 4.04 23.506 -0.29 -0.426 -0.073
Si -12.284 6.238 23.164 0.005 0.04 -0.682
Si -15.445 8.754 23.086 -0.193 -0.129 -0.528
Si -11.398 -4.459 -5.871 0.164 -0.04 -0.029
Si -10.814 -3.404 23.081 0.455 0.487 -0.04
Si -5.818 0.097 23.641 -0.001 0.237 -0.567
Si -9.512 3.395 22.92 0.066 0.01 -0.002
Si -6.456 6.688 23.472 0.421 -0.352 -0.53
Si -10.995 -6.298 25.676 -0.097 0.06 -0.142
Si -7.364 -2.565 23.374 -0.439 0.174 -0.366
Si -2.951 -0.516 23.92 -0.009 0.045 -0.086
Si -1.178 1.599 22.734 -0.149 -0.037 -0.623
Si -4.23 4.053 22.886 -0.05 -0.149 -0.546
Si -0.603 6.903 23.183 0.169 -0.28 -0.524
Si -3.524 -6.075 23.477 0.645 0.392 0.167
Si -1.388 -4.89 23.362 -0.434 -0.576 -0.26
Si 6.379 2.974 -2.527 0.012 -0.011 -0.054
Si 8.361 -7.006 -5.478 -0.037 -0.065 -0.064
Si 2.432 5.185 25.336 0.066 0.002 0.058
Si 5.95 -7.969 25.127 0.182 0.055 0.045
Si 5.37 -3.593 -6.013 0.116 0.02 -0.004
Si 3.473 -6.107 25.048 0.053 0.025 -0.247
Si 3.711 2.019 -2.56 0.141 0.017 -0.025
Si 8.707 4.96 -5.336 0.465 -0.436 0.385
Si 11.113 0.013 25.11 -0.055 -0.04 -0.077
Si 8.027 3.219 25.56 -0.03 -0.127 0.086
Si 10.834 -2.845 -5.829 -0.09 -0.016 -0.081
Si 9.457 -1.748 26.552 0.061 -0.08 0.009
Si 14.916 3.557 27.16 0.087 -0.116 -0.03
Si 15.635 0.715 26.532 0.112 0.13 -0.074
Si 10.958 7.729 -4.408 -0.134 -0.15 0.033
Si 15.623 6.434 25.917 -0.022 0.028 -0.021
Si 10.07 -4.252 25.108 -0.144 -0.225 -0.607
Si 19.455 0.042 26.834 -0.05 -0.149 -0.163
Si 22.464 2.895 26.002 -0.064 0.085 -0.058
Si 19.886 2.266 24.72 -0.405 0.106 -0.527
Si 19.074 4.513 24.739 0.193 -0.316 0.559
Si 17.092 -4.572 -4.338 0.008 0.023 -0.054
Si 19.212 -5.336 25.138 -0.033 0.111 -0.017
Si 26.329 -4.275 -2.514 -0.023 0.075 0.024
Si 21.18 7.266 27.401 -0.078 -0.03 0.068
Si 29.682 5.625 24.444 0.128 -0.213 -0.545
Si 23.148 -2.529 25.01 -0.197 -0.089 -0.522
Si 30.195 -7.198 -2.112 -0.472 -0.155 0.157
Si 23.406 -7.593 26.103 0.039 -0.039 -0.037
Si -31.518 1.569 -5.525 -0.051 0.024 0.106
Si -31.102 4.568 -5.379 0.008 -0.021 0.101
Si -28.768 0.122 26.105 -0.046 0.321 0.425
Si 29.789 7.762 -0.09 0.125 0.016 -0.064
Si 32.533 8.065 -3.752 0.006 -0.004 0.046
Si 29.821 -5.256 25.886 0.061 0.095 0.061
Si 30.036 0.335 25.957 -0.097 -0.13 -0.135
Si -32.49 -2.635 -3.817 0.073 0.003 0.071
Si -23.669 5.424 -3.151 -0.107 0.024 0.034
Si -29.761 5.533 25.681 -0.101 -0.004 -0.078
Si 27.412 7.762 25.059 -0.103 0.001 -0.11
Si -26.003 -1.485 25.58 -0.019 0.097 -0.682
Si -27.567 -2.63 -5.166 -0.022 -0.064 -0.026
Si -23.848 3.353 -5.378 -0.108 -0.076 0.03
Si -23.799 0.428 26.482 0.037 -0.063 -0.2
Si -22.683 7.706 -4.977 0.077 -0.066 -0.081
Si -28.289 5.599 -5.49 0.024 -0.059 0.036
Si -23 -3.209 -3.044 0.057 0.019 0.142
Si -19.734 0.809 -5.5 0.018 -0.164 0.058
Si -20.241 -2.245 25.651 -0.334 0.13 -0.621
Si -15.88 -6.717 -1.032 0.329 -0.017 0.487
Si -17.604 1.785 26.675 0.159 0.015 0.061
Si -22.055 5.734 -0.538 -0.071 -0.005 0.103
Si -18.637 6.689 24.979 0.592 0.209 -0.494
Si -17.401 -5.087 26.216 -0.04 -0.05 -0.078
Si -15.151 -2.967 26.231 -0.115 -0.117 -0.12
Si -12.634 0.707 25.707 -0.067 -0.037 -0.084
Si -19.462 3.589 24.9 0.082 -0.025 -0.047
Si -14.585 -7.819 26.075 0.033 -0.011 -0.045
Si -11.707 7.228 25.943 0.009 -0.014 -0.001
Si -7.909 -4.409 -3.97 -0.244 -0.525 0.347
Si -6.77 -0.205 -3.03 0.064 -0.111 0.035
Si -2.132 7.193 -4.314 -0.007 0.032 -0.017
Si -8.383 4.439 24.719 -0.311 -0.451 -0.531
Si -2.227 -6.327 -5.318 0.019 0.118 -0.074
Si -12.578 -1.225 -2.014 0.079 -0.17 0.192
Si -6.059 2.559 25.123 0.058 -0.073 -0.095
Si -4.562 -2.715 27.606 -0.115 0.036 -0.001
Si -2.057 4.375 27.381 0 -0.057 0.1
Si -2.463 5.557 24.908 -0.119 0.008 -0.047
Si 0.879 -5.839 -5.629 -0.121 0.06 0.005
Si -4.276 7.945 25.475 -0.07 0.001 -0.138
Si 1.408 -4.88 -2.672 -0.117 -0.028 0.115
Si 0.912 5.089 -0.779 -0.048 -0.131 0.581
Si 5.927 -4.956 -0.679 0.083 0.045 0.172
Si 4.357 5.923 -5.49 0.026 -0.03 -0.105
Si 0.515 6.273 27.347 0.004 -0.079 0.006
Si -0.562 -4.619 26.384 0.028 -0.032 -0.068
Si 3.825 2.844 -5.454 0.001 0.111 0.152
Si 6.818 2.562 -5.534 0.182 0.003 0.128
Si 11.003 6.457 -1.745 -0.067 -0.071 -0.04
Si 10.547 4.945 25.121 -0.04 0.005 -0.1
Si 6.934 7.107 -4.091 -0.022 0.026 -0.12
Si 8.012 -3.93 -4.968 -0.015 0.033 0.016
Si 7.084 0.14 25.898 -0.115 0.159 -0.076
Si 12.392 -3.712 -3.44 0.093 0 0.118
Si 12.854 1.613 26.659 0.018 0.078 0.069
Si 15.084 5.921 -4.292 0.035 -0.043 -0.051
Si 13.795 -7.626 27.23 0.151 -0.035 0.006
Si 10.825 -2.002 -1.412 0.203 0.013 0.07
Si 15.121 -3.654 -2.295 0.052 -0.02 -0.03
Si 21.468 1.611 -1.764 0 -0.066 0.136
Si 26.125 5.837 -1.246 0.004 0.04 0.124
Si 18.523 5.819 26.574 0.181 -0.47 -0.392
Si 19.313 3.379 -3.064 0.069 -0.011 0.05
Si 13.098 -5.305 25.182 -0.091 0.049 -0.122
Si 20.063 -1.706 -4.336 -0.053 -0.558 -0.402
Si 25.284 4.168 -3.547 0.008 0.037 0.033
Si 27.556 1.96 26.458 -0.059 -0.056 0.117
Si 21.633 7.992 -0.267 0.047 0.025 0.165
Si 22.972 -2.044 -4.751 0.012 0.04 0.081
Si 22.58 -0.051 26.858 -0.204 0.065 -0.003
Si 28.943 5.627 -0.723 0.133 0.514 0.34
Si -32.284 5.116 -2.815 -0.052 0.058 0.107
Si 27.221 4.657 27.57 -0.059 -0.016 -0.011
Si 28.733 -6.064 -3.592 0.372 -0.114 0.308
Si 26.01 7.431 27.486 -0.106 -0.024 0.036
Si 21.508 -5.793 -4.388 0.019 -0.025 0.047
Si 30.598 1.142 -0.7 0.054 0.198 0.488
Si -28.627 2.92 -1.075 0.04 -0.059 0.175
Si 30.299 5.112 27.412 -0.04 -0.033 -0.041
Si -28.752 8.08 -3.958 0.075 0.068 -0.04
Si -28.759 -8.121 -0.884 0.037 -0.011 0.079
Si -28.619 -5.539 -4.655 0.054 -0.018 -0.055
Si -25.195 1.62 -3.54 -0.103 0.149 -0.025
Si -19.69 7.826 -5.862 -0.07 0.06 0.135
Si -15.84 4.778 -0.12 0.001 0.153 0.696
Si -31.649 7.541 27.191 0.035 0.047 0.093
Si 40.181 -1.581 -0.203 -0.183 0.392 0.548
Si -25.528 -1.472 -3.106 -0.011 -0.065 0.001
Si -19.616 -5.343 -5.441 -0.021 0.02 -0.23
Si -24.795 5.516 25.705 0.04 0.058 -0.015
Si -11.725 -4.012 -1.101 0.058 0.065 -0.039
Si -15.1 -5.587 -3.854 -0.075 -0.094 0.033
Si -20.87 8.81 24.444 0.037 0.275 -0.473
Si -22.091 -5.91 -3.755 0.011 -0.112 0.068
Si -17.065 -3.517 -4.87 -0.059 -0.063 -0.036
Si -17.211 8.155 27.172 0.014 0.108 0.056
Si -11.83 -1.584 -4.942 0.148 -0.119 -0.069
Si -14.732 2.777 25.701 -0.063 0.393 -0.516
Si -10.215 4.994 27.17 0.026 0.023 0.053
Si -12.099 -5.954 -3.622 -0.01 -0.077 0.036
Si -8.017 -6.311 -2.61 -0.11 0.525 -0.235
Si -17.842 -2.103 -2.428 -0.015 -0.002 -0.018
Si -10.409 5.34 -3.117 0.133 -0.017 -0.055
Si -7.765 7.062 -3.652 0.034 0.033 0.117
Si -5.362 -2.916 -2.763 -0.123 -0.088 -0.033
Si -5.087 0.422 -5.448 0.014 -0.05 0.014
Si -8.889 -1.837 -4.655 0.042 -0.146 0.074
Si -3.479 3.038 -5.834 0.055 -0.018 0.074
Si -3.177 4.68 -3.408 -0.024 -0.108 -0.042
Si -1.011 -3.604 -1.73 -0.121 0.043 0.099
Si -2.554 -3.424 -4.168 0.023 -0.022 0.111
Si -7.032 -3.159 26.251 0.065 0.006 -0.011
Si 0.681 -0.485 26.477 -0.02 -0.028 -0.156
Si -0.726 0.322 -0.439 -0.191 0.299 0.499
Si -0.808 3.413 -4.676 -0.167 -0.044 0.018
Si -0.504 7.659 -1.93 -0.047 -0.099 0.073
Si 3.109 -2.193 -2.775 0.085 -0.129 -0.006
Si -3.053 -8.474 -0.395 -0.201 0.295 0.505
Si 0.643 2.44 -2.331 0.017 0.06 -0.091
Si 6.548 5.816 -1.574 0.087 -0.106 -0.001
Si 11.319 0.675 -0.643 -0.09 0.05 -0.065
Si 3.601 6.605 -0.796 0.018 0.229 0.636
Si 13.426 7.966 -6.002 -0.085 -0.118 -0.015
Si 3.404 -1.506 -5.782 -0.146 -0.035 0.036
Si 5.616 -3.882 -3.267 0.059 0.095 -0.002
Si 15.346 8.089 -2.191 -0.045 0.083 -0.035
Si 13.349 3.36 -4.212 -0.1 0.02 -0.012
Si 10.649 4.75 -4.102 -0.558 -0.149 -0.205
Si 13.407 -5.99 -2.046 0.015 -0.058 0.043
Si 8.313 -2.962 0.109 0.019 0.189 0.582
Si 17.956 -6.739 -2.457 0.395 -0.34 -0.099
Si 13.784 2.298 -1.396 0.044 0.095 0.008
Si 18.952 1.117 -4.875 0.135 -0.055 -0.02
Si 20.405 5.908 -4.333 0.054 0.103 0.025
Si 19.942 -7.873 -2.69 -0.446 0.159 0.061
Si 19.612 -3.588 -5.69 0.123 0.51 0.277
Si 17.408 -1.251 24.957 0.121 0.033 -0.543
Si 20.289 -1.296 -1.397 -0.012 -0.007 -0.026
Si 24.336 1.572 -2.75 0.079 0.043 0.046
Si 23.389 5.966 -5.173 -0.017 -0.004 0.014
Si 28.236 3.789 -4.516 0.036 0.048 -0.081
Si 21.831 -5.12 26.467 -0.008 0.097 -0.049
Si 27.691 -1.875 -3.933 0.081 -0.081 0.173
Si 25.96 0.602 -0.69 0.568 -0.433 -0.314
Si -31.333 -5.405 -3.175 -0.059 -0.05 -0.007
Si 23.415 -4.117 -2.65 -0.008 0.025 -0.081
Si 25.398 -0.239 -4.794 -0.022 -0.103 0.133
Si 30.086 -3.551 -5.001 0.057 -0.086 0.08
Si 30.515 3.68 -2.506 -0.046 0.007 0.015
Si -32.352 -0.846 -1.206 0.001 -0.025 -0.131
Si -30.575 1.077 -2.756 0.104 0.036 -0.113
Si 32.394 -5.528 -0.74 -0.048 0.005 -0.049
Si 27.971 -0.444 -1.293 -0.637 0.13 0.103
Si 31.715 8.647 25.177 -0.071 -0.281 -0.54
Si -30.131 -0.857 -4.85 0.07 -0.006 0.082
Si -20.7 -1.018 -3.009 -0.075 0.023 -0.114
Si -22.12 -0.382 -0.502 -0.039 -0.016 0.106
Si -25.853 3.901 -1.72 0.073 0.007 0.135
Si -21.534 -5.083 25.907 -0.209 0.044 -0.225
Si 38.692 10.233 0.068 0.31 -0.291 0.379
Si -27.477 -4.061 25.879 -0.023 0.004 -0.139
Si -26.756 2.952 -5.646 -0.158 -0.426 -0.6
Si -17.487 2.824 -4.373 0.094 0.069 0.054
Si -19.388 7.13 -1.412 0.042 0.018 -0.034
Si -20.515 -6.534 -1.347 -0.068 0.032 0.009
Si -24.107 -4.326 -0.266 0.358 -0.345 0.275
Si -16.675 1.949 -1.37 -0.049 -0.021 -0.051
Si -18.254 -4.644 -0.724 -0.074 0.236 0.652
Si -15.384 -0.731 -0.914 0.107 -0.103 0.625
Si -18.076 5.916 -3.932 -0.047 -0.033 -0.118
Si -12.365 2.858 27.605 -0.124 0.094 -0.002
Si -15.517 6.832 -2.47 0.076 0.012 0.06
Si -12.734 7.459 -2.703 0.058 0.08 -0.096
Si -11.351 0.83 -0.078 -0.3 0.185 0.573
Si -9.67 3.445 -0.627 -0.044 0.397 0.624
Si -12.697 8.208 0.255 -0.08 -0.09 0.7
Si -9.022 -4.977 27.128 0.089 -0.107 0.111
Si -10.129 -6.21 -0.249 0.443 -0.219 0.417
Si -5.915 -5.062 -0.744 0.084 -0.115 -0.059
Si -6.92 1.897 -0.693 0.07 -0.262 0.584
Si -5.836 6.733 -1.269 -0.048 0.07 0.081
Si -4.68 3.996 -0.706 0.264 -0.081 0.514
Si 2.042 -7.216 -1.079 0.113 -0.132 0.617
Si -2.042 -1.93 26.454 0.103 0.034 -0.052
Si -2.727 -1.922 -0.288 -0.142 -0.137 -0.025
Si 1.308 -1.327 6.637 -0.014 -0.009 -0.018
Si 3.999 1.397 6.63 0.011 -0.001 0.017
Si 1.346 4.074 6.656 0.013 -0.008 -0.008
Si 4.045 6.799 6.605 -0.004 -0.052 -0.036
Si 1.331 9.58 6.674 -0.01 0.008 0.013
Si 4.095 12.255 6.731 0.01 -0.008 0.028
Si 6.753 -1.332 6.612 0.005 -0.002 -0.03
Si 9.485 1.362 6.652 -0.007 0.018 -0.007
Si 6.725 4.076 6.626 0.017 0.011 0.006
Si 9.443 6.828 6.751 -0.021 0.004 0.033
Si 6.73 9.6 6.728 -0.024 0.003 0.025
Si 9.485 12.244 6.585 -0.011 -0.017 -0.024
Si 12.215 -1.342 6.718 -0.001 -0.013 -0.007
Si 14.935 1.392 6.84 -0.02 0.019 0.018
Si 12.262 4.057 6.767 0.003 -0.059 0.032
Si 14.999 6.744 6.491 0.009 0.012 0.001
Si 12.266 9.464 6.612 -0.005 -0.04 0
Si 15.016 12.168 6.704 0.03 0.006 -0.009
Si 17.778 -1.394 6.847 0.004 0.032 0.027
Si 20.385 1.364 6.726 -0.013 0.01 0.006
Si 17.652 4.056 6.645 -0.008 0.031 0.018
Si 20.464 6.764 6.818 -0.008 -0.013 0.002
Si 17.686 9.486 6.715 -0.014 0.019 -0.013
Si 20.57 12.148 6.794 0.033 -0.014 0.005
Si 23.155 -1.43 6.841 -0.003 0.037 0.007
Si 25.955 1.294 6.935 0.011 0.033 0.01
Si 23.24 4.065 6.923 0.051 0.049 0.012
Si 25.964 6.869 6.893 -0.001 0.034 0.015
Si 23.267 9.479 6.901 0.009 -0.037 0.047
Si 25.942 12.211 6.809 -0.026 0 -0.023
Si 28.727 -1.428 6.87 0.011 0.019 0.012
Si 31.45 1.376 6.871 0.019 -0.032 -0.001
Si 28.728 4.086 6.946 0.033 -0.044 0.001
Si 31.484 6.774 6.856 -0.026 0.027 -0.011
Si 28.761 9.474 6.917 0.028 -0.003 -0.016
Si 31.39 12.231 6.838 -0.028 0.021 -0.013
Si 34.076 -1.268 6.862 -0.013 0.03 0.01
Si -28.524 1.411 6.841 0.009 0.041 -0.01
Si 34.184 4.041 6.87 0.001 -0.018 0.012
Si -28.496 6.784 6.958 -0.018 -0.012 -0.047
Si 34.074 9.498 6.945 -0.023 0.007 0.001
Si -28.498 12.263 6.928 0.017 -0.007 0.006
Si -25.817 -1.362 6.914 0.031 -0.004 0.004
Si -23.077 1.327 6.918 0.018 -0.003 -0.005
Si -25.763 4.033 7.088 0.028 0.005 0.008
Si -23.058 6.764 7.016 -0.005 0.009 0.018
Si -25.843 9.539 6.961 -0.051 0.008 -0.022
Si -23.13 12.244 6.993 -0.014 0.008 -0.003
Si -20.428 -1.376 6.914 -0.012 0.002 -0.004
Si -17.746 1.377 6.899 -0.011 -0.003 0
Si -20.39 4.064 6.867 -0.002 -0.019 -0.005
Si -17.727 6.815 6.797 -0.007 -0.015 -0.015
Si -20.359 9.474 6.916 0.012 0.008 0
Si -17.752 12.222 6.826 0.016 -0.025 0.008
Si -15.072 -1.364 6.833 0.019 -0.007 0.006
Si -12.363 1.397 6.831 0.002 -0.023 -0.008
Si -15.07 4.115 6.848 -0.013 0.002 -0.007
Si -12.357 6.887 6.823 0.001 0.008 -0.007
Si -15.056 9.526 6.765 0.01 0.005 -0.011
Si -12.425 -4.033 6.793 -0.01 0.01 -0.013
Si -9.68 -1.279 6.833 -0.003 0.005 -0.002
Si -6.927 1.432 6.828 -0.023 0.031 0.009
Si -9.571 4.115 6.865 0.024 0.003 0.005
Si -6.847 6.86 6.781 0.01 -0.014 0.016
Si -9.603 -6.728 6.763 -0.018 0.004 -0.013
Si -6.921 -3.989 6.778 -0.029 0.018 0.007
Si -4.147 -1.292 6.816 -0.007 0.024 0.018
Si -1.405 1.385 6.838 -0.027 0.003 0.024
Si -4.209 4.171 6.757 -0.025 0.01 0.018
Si -1.464 6.866 6.709 -0.01 0.011 0.008
Si -4.093 -6.737 6.675 0 -0.02 -0.007
Si -1.434 -4.035 6.657 -0.013 0.003 -0.003
Si 2.667 0.025 8.009 0.031 0.02 -0.006
Si 5.377 2.731 8.002 -0.006 -0.001 0.005
Si 2.69 5.462 8.003 -0.014 0.007 0.01
Si 5.377 8.164 8.008 0.005 0.013 0.009
Si 2.692 10.907 8.052 -0.007 -0.004 0.013
Si 5.44 -2.676 8.039 0.003 0 0.005
Si 8.124 -0.005 7.999 0.013 0.008 0.002
Si 10.846 2.697 8.047 -0.032 -0.017 0.007
Si 8.075 5.429 8.029 -0.008 -0.013 0.003
Si 10.88 8.171 8.025 0.003 0.013 -0.015
Si 8.148 10.932 8.024 -0.003 0.002 0.009
Si 10.837 -2.741 8.001 0.002 0.024 0.007
Si 13.565 -0.009 8.107 -0.006 0 0.025
Si 16.342 2.748 8.109 -0.003 0.011 0.011
Si 13.665 5.456 8.003 0.02 0.001 -0.018
Si 16.303 8.09 7.985 -0.004 -0.033 -0.015
Si 13.607 10.819 8.01 0.007 0.011 0.008
Si 16.357 -2.78 8.091 0.017 -0.016 0.007
Si 19.109 -0.001 8.166 0.008 0.027 -0.021
Si 21.786 2.682 8.139 -0.043 -0.013 0.001
Si 19.035 5.389 8.067 -0.008 -0.022 -0.01
Si 21.847 8.108 8.175 -0.011 -0.018 0.01
Si 19.102 10.82 8.074 0.029 -0.016 -0.01
Si 21.846 -2.796 8.206 0.007 0.006 0.012
Si 24.527 -0.058 8.204 0.001 0.001 0.012
Si 27.34 2.685 8.246 -0.01 -0.01 -0.007
Si 24.614 5.45 8.224 0.013 -0.012 0.006
Si 27.346 8.168 8.27 -0.033 -0.014 -0.003
Si 24.609 10.871 8.219 0 0.006 0.011
Si 27.304 -2.759 8.197 -0.004 -0.007 -0.004
Si 30.072 -0.021 8.204 0.005 -0.007 0.008
Si 32.787 2.722 8.25 -0.006 0.011 0.009
Si 30.097 5.449 8.261 0.02 -0.004 -0.012
Si 32.738 8.141 8.302 0.005 -0.004 0.006
Si 30.055 10.892 8.255 0.006 0.003 0.001
Si 32.737 -2.697 8.202 -0.018 -0.012 -0.011
Si -29.848 0.048 8.253 -0.002 0.012 -0.023
Si -27.181 2.676 8.334 -0.004 -0.001 0.004
Si -29.827 5.411 8.307 0.015 0.007 0.012
Si -27.17 8.167 8.326 0 0.005 0.011
Si -29.853 10.888 8.28 0.005 0.005 0.006
Si -27.148 -2.716 8.306 -0.01 0.001 -0.01
Si -24.452 -0.014 8.289 -0.021 -0.003 -0.009
Si -21.731 2.707 8.269 -0.004 0.001 -0.01
Si -24.411 5.423 8.386 0 0 0.011
Si -21.712 8.152 8.328 0.015 0.005 0.002
Si -24.474 10.871 8.338 0.019 0.023 0.005
Si -21.757 -2.72 8.322 -0.001 -0.015 0.016
Si -19.091 0.009 8.264 -0.001 -0.011 0.007
Si -16.389 2.748 8.242 0.013 -0.004 0.003
Si -19.05 5.451 8.221 0.005 0.011 -0.015
Si -16.374 8.168 8.185 -0.003 0 -0.014
Si -19.051 10.878 8.267 -0.023 0.019 0.004
Si -16.394 -2.743 8.207 -0.004 0.007 0.005
Si -13.694 0.005 8.191 0.01 0.001 -0.002
Si -10.975 2.754 8.189 0.003 0.006 -0.01
Si -13.691 5.49 8.187 0.006 -0.004 -0.009
Si -10.959 -8.083 8.148 0.009 0.006 0.004
Si -13.728 -5.421 8.167 0.008 0.016 0.002
Si -11.031 -2.677 8.158 -0.004 0.009 -0.006
Si -8.28 0.061 8.18 -0.001 0.005 0.008
Si -5.543 2.81 8.144 0.01 -0.002 0.004
Si -8.215 5.518 8.167 -0.02 0.002 0.013
Si -5.455 -8.084 8.081 0.012 -0.019 0.011
Si -8.252 -5.372 8.137 0.018 0.012 0.001
Si -5.532 -2.657 8.141 0.013 0.008 -0.015
Si -2.776 0.043 8.168 0.001 -0.035 0.028
Si -0.012 2.777 8.089 0.006 -0.005 0.012
Si -2.809 5.519 8.091 -0.004 0.013 0.026
Si -0.05 8.217 8.031 0.012 -0.011 0.008
Si -2.755 -5.393 8.062 0.016 -0.013 -0.001
Si -0.05 -2.682 8.013 -0.02 -0.007 -0.001
Si 1.338 1.385 9.409 -0.009 -0.025 -0.008
Si 4.043 4.106 9.374 0.026 -0.005 -0.009
Si 1.317 6.828 9.37 -0.017 -0.013 -0.011
Si 4.03 9.514 9.391 -0.023 -0.007 0.005
Si 1.32 -4.037 9.381 0.015 0.022 0.01
Si 4.047 -1.324 9.37 -0.018 -0.01 0.005
Si 6.751 1.361 9.351 -0.021 0.007 0
Si 9.468 4.073 9.366 0 0.009 0.013
Si 6.745 6.816 9.374 0.029 -0.005 0.014
Si 9.516 9.548 9.362 0.011 -0.001 0.014
Si 6.786 -4.05 9.393 0.011 0.014 0.008
Si 9.48 -1.376 9.365 -0.019 -0.02 -0.012
Si 12.194 1.352 9.428 -0.005 0.006 0.011
Si 14.979 4.117 9.428 0.013 -0.01 0.019
Si 12.256 6.798 9.352 -0.014 0 0.002
Si 14.963 9.463 9.368 -0.005 -0.002 -0.01
Si 12.227 -4.107 9.341 -0.006 -0.013 -0.014
Si 14.963 -1.396 9.406 0.015 0.03 0.005
Si 17.703 1.362 9.46 -0.015 -0.015 0.002
Si 20.41 4.052 9.461 -0.01 0.01 -0.007
Si 17.678 6.775 9.395 -0.005 -0.001 -0.004
Si 20.457 9.487 9.472 -0.006 -0.015 0.005
Si 17.742 -4.126 9.429 0.008 0.027 -0.001
Si 20.474 -1.386 9.501 -0.002 0.015 0.011
Si 23.16 1.328 9.515 0.012 -0.015 -0.008
Si 25.96 4.062 9.569 0.009 0.029 0.012
Si 23.205 6.774 9.553 -0.005 0.016 0.007
Si 25.957 9.523 9.595 0.019 0.018 0.004
Si 23.223 -4.117 9.567 -0.006 -0.007 0.013
Si 25.93 -1.397 9.548 -0.013 -0.002 -0.002
Si 28.698 1.32 9.584 0.004 -0.001 0.002
Si 31.416 4.068 9.625 -0.002 0.009 0.009
Si 28.692 6.783 9.611 0.006 0.004 -0.008
Si 31.384 9.528 9.638 -0.008 0 0.004
Si 28.653 -4.094 9.595 -0.019 -0.013 0.005
Si 31.386 -1.371 9.604 -0.003 0.006 -0.007
Si -31.187 1.369 9.655 0.006 0.005 0.002
Si -28.491 4.071 9.696 -0.003 0.012 0
Si -31.195 6.774 9.66 -0.013 -0.02 0.005
Si -28.523 9.529 9.677 -0.002 -0.014 0.006
Si -31.21 -4.051 9.613 0.003 0.016 -0.004
Si -28.513 -1.336 9.637 0.005 0 -0.001
Si -25.809 1.325 9.68 -0.013 -0.019 0.002
Si -23.065 4.039 9.697 -0.017 -0.005 0.004
Si -25.792 6.812 9.688 0.028 0.02 -0.01
Si -23.086 9.515 9.68 0.004 -0.006 -0.004
Si -25.814 -4.076 9.691 -0.013 -0.007 -0.008
Si -23.111 -1.36 9.681 0.016 0.017 -0.001
Si -20.41 1.36 9.66 -0.003 0.006 0.006
Si -17.719 4.103 9.621 -0.007 -0.007 0.006
Si -20.375 6.774 9.665 -0.019 -0.006 0.001
Si -17.69 9.514 9.618 0.013 0.013 -0.003
Si -20.399 -4.098 9.662 0.005 -0.014 -0.002
Si -17.728 -1.373 9.595 -0.006 -0.004 -0.008
Si -15.024 1.375 9.577 0.001 0.023 0.011
Si -12.321 4.133 9.547 0.022 0.009 0.017
Si -15.027 6.828 9.583 -0.008 -0.003 0.011
Si -12.32 -6.743 9.523 0.011 0.005 -0.004
Si -15.04 -4.082 9.588 0.004 -0.015 0.004
Si -12.34 -1.333 9.571 -0.004 -0.016 0.01
Si -9.621 1.409 9.562 -0.011 -0.007 0.01
Si -6.869 4.163 9.529 0.009 0.005 -0.001
Si -9.599 6.873 9.504 -0.005 -0.021 0.007
Si -6.852 -6.743 9.449 -0.006 -0.026 -0.006
Si -9.619 -4.02 9.498 0.015 0.009 -0.008
Si -6.882 -1.292 9.509 0.006 0.01 -0.002
Si -4.147 1.441 9.473 0.009 0.009 -0.01
Si -1.404 4.151 9.414 0.004 0.007 -0.012
Si -4.126 6.885 9.473 -0.002 0.008 0.009
Si -1.388 -6.745 9.421 -0.002 0.017 0.01
Si -4.139 -4.049 9.437 -0.024 -0.024 0.003
Si -1.39 -1.352 9.438 -0.005 -0.007 0.005
Si -0.019 0.023 10.765 0.004 -0.002 0.003
Si 2.698 2.749 10.754 0.002 0.005 -0.001
Si -0.036 5.499 10.77 -0.016 0.007 0.007
Si 2.671 8.173 10.756 0 -0.004 0.009
Si -0.023 -5.39 10.769 -0.002 -0.014 0.006
Si 2.695 -2.692 10.732 -0.007 0.016 0
Si 5.402 0.02 10.74 0.008 -0.005 0.002
Si 8.108 2.716 10.718 0.011 -0.015 0
Si 5.398 5.458 10.737 -0.022 0.001 0.007
Si 8.143 8.171 10.703 -0.001 -0.002 -0.004
Si 5.415 -5.439 10.723 0.01 -0.004 0.003
Si 8.135 -2.712 10.756 0.005 0.007 0.016
Si 10.835 -0.027 10.741 0.005 0.003 0.008
Si 13.582 2.733 10.741 -0.014 0.006 -0.011
Si 10.863 5.437 10.692 0 -0.022 -0.008
Si 13.587 8.151 10.739 0.019 -0.001 0.003
Si 10.868 -5.433 10.733 -0.009 0.008 0.004
Si 13.584 -2.758 10.725 -0.007 -0.004 0.003
Si 16.323 -0.026 10.768 0.012 0.012 0.005
Si 19.065 2.699 10.829 0.008 -0.003 0.009
Si 16.335 5.45 10.792 -0.02 0.006 0.011
Si 19.057 8.123 10.771 -0.001 -0.009 -0.001
Si 16.34 -5.492 10.729 0.023 -0.025 0.001
Si 19.079 -2.757 10.81 -0.004 0.004 0.001
Si 21.826 -0.04 10.873 0.013 0.011 0.007
Si 24.549 2.686 10.867 -0.022 0.012 0.002
Si 21.796 5.397 10.833 0.002 -0.008 0.001
Si 24.559 8.149 10.908 0.005 -0.013 -0.008
Si 21.816 -5.485 10.861 0.004 0.001 -0.007
Si 24.574 -2.748 10.916 0.001 -0.012 0.008
Si 27.298 -0.038 10.912 0.004 0.004 -0.006
Si 30.029 2.696 10.959 0.017 -0.004 -0.005
Si 27.307 5.416 10.947 0.019 -0.023 0.005
Si 30.016 8.16 10.984 -0.02 0.02 0.001
Si 27.296 -5.443 10.964 -0.025 -0.005 0.005
Si 30.005 -2.721 10.956 -0.006 0.014 -0.004
Si -32.56 -0.007 10.99 -0.002 -0.011 -0.003
Si -29.856 2.716 11.046 -0.001 -0.001 0.002
Si -32.547 5.423 11.024 0.004 0.016 0.002
Si -29.862 8.152 11.033 -0.006 0.001 0.003
Si -32.553 -5.416 10.994 -0.004 -0.005 -0.005
Si -29.868 -2.702 11.005 -0.009 -0.008 -0.002
Si -27.165 -0.016 11.048 0.011 -0.007 -0.002
Si -24.448 2.694 11.045 0.01 0.013 -0.001
Si -27.137 5.44 11.048 -0.002 0.001 -0.004
Si -24.438 8.158 11.055 0 -0.003 0.002
Si -27.168 -5.437 11.048 0.005 0.008 0.005
Si -24.459 -2.723 11.053 -0.006 -0.016 0.003
Si -21.76 0.005 11.039 -0.015 0.007 0.007
Si -19.057 2.733 11.002 -0.014 0.006 0
Si -21.729 5.423 11.046 0.015 -0.013 -0.003
Si -19.027 8.15 11.017 0.003 -0.008 -0.005
Si -21.737 -5.451 11.05 -0.003 0.027 0.006
Si -19.045 -2.724 11.013 -0.005 0.01 -0.003
Si -16.376 0.004 10.947 -0.006 -0.022 -0.018
Si -13.666 2.754 10.928 0.002 -0.017 -0.012
Si -16.358 5.46 10.979 -0.007 -0.004 -0.011
Si -13.651 -8.112 10.917 0.016 0.006 -0.008
Si -16.351 -5.44 10.995 0.006 0.007 0.005
Si -13.675 -2.71 10.936 0.009 -0.001 0.002
Si -10.967 0.033 10.924 0.006 0.001 0
Si -8.237 2.8 10.879 0.011 0.014 -0.005
Si -10.952 5.517 10.881 0.016 0.011 -0.008
Si -8.207 -8.089 10.834 -0.003 0.014 -0.011
Si -10.951 -5.388 10.879 -0.007 0.005 -0.002
Si -8.242 -2.667 10.859 -0.007 -0.001 0.001
Si -5.497 0.076 10.835 -0.007 0.003 0.003
Si -2.753 2.798 10.795 -0.006 0.001 0.004
Si -5.485 5.533 10.845 -0.006 -0.001 0.013
Si -2.747 -8.085 10.812 -0.001 -0.014 0.014
Si -5.491 -5.391 10.821 0.014 0.007 0
Si -2.757 -2.7 10.79 0.018 0.007 0.001
Si 1.346 -1.341 12.113 0.004 0.003 -0.006
Si 4.05 1.379 12.111 0.003 0.014 -0.001
Si 1.339 4.122 12.107 -0.007 -0.011 -0.006
Si 4.05 6.817 12.103 -0.005 -0.012 0
Si 1.329 9.55 12.12 -0.006 0.004 -0.004
Si 4.05 -4.075 12.079 -0.016 0.003 -0.008
Si 6.76 -1.354 12.094 0.003 -0.009 0.001
Si 9.467 1.347 12.069 -0.011 -0.009 0.002
Si 6.759 4.088 12.079 -0.006 0.013 -0.001
Si 9.506 6.8 12.054 0.027 0.008 0.001
Si 6.786 9.519 12.076 0.017 -0.008 -0.005
Si 9.495 -4.09 12.096 0.008 0.019 0.004
Si 12.212 -1.394 12.074 -0.006 -0.003 -0.001
Si 14.939 1.352 12.088 -0.004 0.007 -0.003
Si 12.205 4.091 12.082 -0.004 0.007 0.007
Si 14.95 6.816 12.108 0.002 0.004 0.007
Si 12.227 9.521 12.084 -0.002 -0.003 -0.001
Si 14.965 -4.117 12.067 -0.011 0.003 -0.01
Si 17.691 -1.392 12.13 0.01 0.003 0
Si 20.438 1.332 12.177 -0.002 -0.018 -0.005
Si 17.691 4.079 12.144 0.004 0.007 0.006
Si 20.426 6.785 12.147 -0.007 -0.006 -0.001
Si 17.7 9.498 12.114 -0.002 -0.011 0.002
Si 20.443 -4.11 12.183 0.018 0.007 0.005
Si 23.187 -1.393 12.24 0.003 0.023 0
Si 25.915 1.324 12.24 0.003 -0.005 -0.004
Si 23.164 4.042 12.2 0.004 -0.008 0
Si 25.913 6.786 12.269 -0.015 0.017 0.003
Si 23.179 9.502 12.249 -0.009 -0.004 0.009
Si 25.922 -4.087 12.302 0.007 0.005 0.008
Si 28.637 -1.376 12.321 -0.002 -0.018 0.001
Si 31.354 1.342 12.356 -0.001 0.012 0.004
Si 28.646 4.042 12.311 -0.003 0.01 0.01
Si 31.365 6.799 12.354 -0.005 -0.017 0.003
Si 28.637 9.512 12.324 -0.006 0 0.005
Si 31.351 -4.062 12.348 -0.008 -0.006 -0.006
Si -31.222 -1.351 12.381 0.001 0.004 0.002
Si -28.507 1.36 12.413 -0.002 0.005 -0.003
Si -31.222 4.058 12.406 0.009 0.001 0.002
Si -28.505 6.793 12.404 0.007 0.005 -0.007
Si -31.217 9.538 12.373 -0.009 0.008 -0.009
Si -28.522 -4.06 12.394 -0.004 0.004 -0.006
Si -25.82 -1.369 12.421 -0.01 0.005 0.001
Si -23.104 1.348 12.432 -0.008 -0.017 0.004
Si -25.785 4.075 12.409 0.006 -0.001 -0.005
Si -23.092 6.778 12.415 -0.003 0.001 -0.002
Si -25.808 9.518 12.406 0.005 0.014 -0.009
Si -23.1 -4.089 12.405 0.009 0 -0.002
Si -20.396 -1.361 12.384 0.004 -0.011 -0.005
Si -17.706 1.361 12.344 -0.01 0.011 -0.01
Si -20.391 4.065 12.41 -0.012 0.003 -0.003
Si -17.685 6.791 12.395 0.007 -0.001 0.007
Si -20.38 9.494 12.409 0.001 -0.009 -0.001
Si -17.691 -4.087 12.385 -0.004 -0.012 0.001
Si -15.031 -1.36 12.307 0.012 0.003 -0.006
Si -12.315 1.397 12.293 0.009 0.008 0.022
Si -15.003 4.097 12.335 -0.007 0.007 0.015
Si -12.289 -9.458 12.282 0.007 -0.001 0.007
Si -14.974 -6.787 12.35 0.007 0.006 0.001
Si -12.291 -4.058 12.281 0.013 0.003 0.004
Si -9.583 -1.325 12.26 0.007 -0.004 0.003
Si -6.844 1.443 12.202 0.002 0.001 0.001
Si -9.576 4.186 12.237 -0.042 0.003 0.009
Si -6.84 -9.423 12.205 -0.013 -0.017 -0.001
Si -9.565 -6.745 12.214 0.028 -0.024 -0.014
Si -6.854 -4.033 12.189 -0.011 0.004 -0.008
Si -4.106 -1.314 12.136 0.002 0.006 -0.014
Si -1.372 1.409 12.106 0.002 -0.012 -0.01
Si -4.101 4.169 12.167 0.012 0.009 -0.001
Si -1.377 6.865 12.154 0.012 0 0.002
Si -4.112 -6.733 12.184 -0.004 -0.007 0
Si -1.382 -4.046 12.148 -0.015 -0.005 -0.001
Si 2.698 0.01 13.475 -0.018 -0.019 0.005
Si 5.409 2.74 13.458 0.005 -0.005 0.004
Si 2.698 5.474 13.475 0.005 0.001 0.009
Si 5.436 8.164 13.447 -0.006 0.007 -0.004
Si 2.707 10.895 13.466 0 -0.012 -0.003
Si 5.413 -2.735 13.445 0.007 0.01 0.004
Si 8.124 -0.002 13.443 0.004 0.021 0.003
Si 10.831 2.711 13.409 -0.002 -0.012 -0.012
Si 8.135 5.447 13.415 0.005 -0.023 -0.007
Si 10.858 8.158 13.424 0.004 -0.002 -0.004
Si 8.139 10.859 13.454 -0.006 -0.003 0.008
Si 10.853 -2.736 13.445 0.004 -0.006 0.011
Si 13.574 -0.029 13.42 -0.01 0.006 -0.004
Si 16.292 2.716 13.45 0.004 -0.004 0.007
Si 13.56 5.469 13.434 0.025 0.008 0
Si 16.317 8.168 13.461 -0.018 -0.008 -0.004
Si 13.599 10.873 13.435 0.013 -0.008 0.001
Si 16.311 -2.766 13.453 0.009 0.007 0.002
Si 19.072 -0.05 13.49 0.004 0.021 0.007
Si 21.801 2.678 13.547 0.003 -0.004 0.011
Si 19.062 5.436 13.494 0.01 0.006 0.003
Si 21.779 8.126 13.543 -0.011 -0.014 -0.005
Si 19.055 10.844 13.501 -0.007 0.002 -0.002
Si 21.808 -2.768 13.561 0 -0.002 0.003
Si 24.557 -0.044 13.594 -0.009 -0.012 0.004
Si 27.259 2.666 13.64 -0.003 -0.005 0
Si 24.52 5.402 13.571 -0.012 -0.006 -0.012
Si 27.25 8.153 13.653 0.014 0.009 -0.003
Si 24.534 10.872 13.623 0.011 0.017 -0.004
Si 27.276 -2.737 13.681 -0.017 0.004 -0.002
Si 29.975 -0.012 13.707 0.006 0.008 -0.013
Si 32.69 2.691 13.754 -0.005 -0.018 -0.007
Si 29.994 5.413 13.674 0.009 0.012 -0.001
Si 32.698 8.183 13.725 0.022 0.02 0.006
Si 29.976 10.89 13.683 -0.018 -0.017 -0.006
Si 32.687 -2.7 13.742 -0.006 0.002 0.008
Si -29.883 0.01 13.765 0.01 0.006 -0.001
Si -27.148 2.726 13.772 0.011 0.013 -0.009
Si -29.863 5.42 13.754 -0.016 -0.01 -0.004
Si -27.155 8.154 13.775 0 -0.014 0.001
Si -29.871 10.894 13.753 -0.005 -0.007 -0.006
Si -27.185 -2.709 13.79 0.008 -0.012 0.008
Si -24.475 -0.007 13.792 -0.012 -0.018 0.009
Si -21.742 2.715 13.791 0.009 0.014 -0.001
Si -24.442 5.422 13.799 0.003 0.001 0.005
Si -21.733 8.124 13.784 0 -0.005 0
Si -24.449 10.866 13.771 0 0.013 0.003
Si -21.752 -2.714 13.756 0.004 0.004 -0.003
Si -19.046 0.012 13.742 -0.006 0.003 -0.011
Si -16.356 2.715 13.711 -0.005 -0.018 -0.01
Si -19.033 5.411 13.773 -0.01 -0.005 -0.003
Si -16.308 8.156 13.734 0.006 0.002 -0.005
Si -19.023 10.861 13.771 0.006 0.02 0.001
Si -16.328 -2.717 13.739 -0.002 0.009 0.004
Si -13.684 0.01 13.65 -0.017 -0.01 -0.009
Si -10.939 2.82 13.582 0.032 0.006 -0.017
Si -13.643 5.501 13.66 0.013 -0.005 -0.01
Si -10.904 -8.085 13.62 -0.01 0.015 -0.013
Si -13.606 -5.41 13.697 0.012 -0.006 -0.008
Si -10.931 -2.701 13.636 0.002 0 0.005
Si -8.185 0.064 13.556 0.002 0.01 -0.003
Si -5.466 2.825 13.528 -0.012 -0.005 0.002
Si -8.207 5.572 13.583 0.023 0.017 0
Si -5.473 -8.071 13.567 0.01 0.01 0.003
Si -8.203 -5.394 13.572 -0.019 0.003 -0.01
Si -5.455 -2.668 13.505 -0.005 -0.002 -0.004
Si -2.722 0.051 13.462 0.009 0 -0.002
Si -0.008 2.756 13.468 -0.008 0.001 0.002
Si -2.739 5.524 13.527 -0.002 -0.004 0.011
Si -0.016 8.215 13.518 -0.004 0.002 0.008
Si -2.726 -5.39 13.533 0.001 0.003 0.01
Si 0 -2.694 13.489 0.011 0.019 0.001
Si 1.338 1.378 14.832 0.002 0.011 0.003
Si 4.06 4.107 14.823 -0.011 -0.001 -0.006
Si 1.374 6.855 14.851 -0.017 0.001 0.001
Si 4.087 9.531 14.804 -0.008 0.008 -0.003
Si 1.353 -4.076 14.846 -0.001 0.001 0.004
Si 4.061 -1.378 14.807 -0.012 0 -0.005
Si 6.773 1.365 14.793 -0.007 -0.001 0.009
Si 9.471 4.068 14.768 0.013 0.01 0.007
Si 6.804 6.804 14.806 -0.005 -0.006 0.002
Si 9.506 9.49 14.807 0.011 -0.014 -0.001
Si 6.757 -4.117 14.806 0.01 -0.016 0.005
Si 9.475 -1.381 14.788 0.005 0.004 0.001
Si 12.186 1.334 14.743 -0.001 0.001 -0.005
Si 14.922 4.116 14.771 -0.031 0.009 0.008
Si 12.219 6.837 14.808 -0.027 0.013 0.017
Si 14.957 9.532 14.808 0.022 -0.001 0.005
Si 12.224 -4.099 14.784 -0.008 0.02 -0.004
Si 14.927 -1.4 14.78 -0.02 0.014 0
Si 17.672 1.332 14.762 0.009 -0.01 -0.018
Si 20.423 4.075 14.847 0.002 0.008 -0.009
Si 17.687 6.821 14.806 -0.004 0.001 -0.006
Si 20.421 9.506 14.884 0.006 -0.011 0.007
Si 17.665 -4.122 14.834 0 -0.01 0.003
Si 20.412 -1.424 14.881 0.003 0.007 0.003
Si 23.159 1.299 14.905 0.008 0.016 -0.007
Si 25.859 4.029 14.943 -0.015 0.019 -0.01
Si 23.138 6.763 14.901 0.021 -0.028 -0.013
Si 25.898 9.54 15.003 -0.008 -0.021 0.001
Si 23.169 -4.086 14.972 -0.028 0.011 0.012
Si 25.89 -1.386 15.013 0.025 -0.005 -0.001
Si 28.588 1.319 15.068 -0.008 -0.008 0.008
Si 31.304 4.049 15.082 -0.003 0.01 0.002
Si 28.609 6.775 14.988 -0.007 -0.011 -0.008
Si 31.319 9.557 15.061 -0.026 0.007 -0.01
Si 28.624 -4.09 15.067 0.008 -0.005 -0.008
Si 31.322 -1.339 15.115 -0.025 0.017 -0.005
Si 34.039 1.349 15.151 -0.006 0.003 0.007
Si -28.512 4.069 15.138 0.016 -0.014 0.001
Si 34.051 6.801 15.071 -0.001 0.004 -0.009
Si -28.521 9.523 15.119 0.002 0.031 -0.013
Si 34.056 -4.048 15.106 0.025 -0.019 -0.011
Si -28.538 -1.32 15.156 -0.006 -0.004 -0.012
Si -25.82 1.37 15.161 0.008 -0.006 -0.003
Si -23.099 4.052 15.179 0.011 0.007 -0.004
Si -25.815 6.783 15.154 -0.008 0.007 -0.006
Si -23.111 9.478 15.135 -0.004 -0.001 -0.014
Si -25.802 -4.078 15.118 -0.018 -0.004 -0.008
Si -23.101 -1.359 15.141 -0.003 -0.01 0.01
Si -20.38 1.359 15.152 -0.003 -0.002 -0.012
Si -17.692 4.033 15.138 -0.002 -0.009 0.014
Si -20.388 6.745 15.157 -0.002 -0.004 -0.004
Si -17.639 9.498 15.127 -0.01 0 0.001
Si -20.41 -4.094 15.104 0 0.005 -0.007
Si -17.688 -1.347 15.096 -0.004 -0.002 -0.005
Si -15.015 1.344 15.068 0.001 -0.009 -0.005
Si -12.271 4.161 14.997 0.005 0.012 0.011
Si -14.96 6.809 15.119 -0.004 0.003 0.036
Si -12.219 -6.752 15.049 0.021 -0.015 -0.008
Si -14.943 -4.072 15.1 0.022 -0.009 0.003
Si -12.333 -1.367 14.983 0.001 -0.011 0.009
Si -9.543 1.464 14.869 -0.012 0.025 -0.007
Si -6.806 4.227 14.888 -0.018 -0.002 -0.001
Si -9.538 -9.396 15.006 0.005 -0.002 0.018
Si -6.838 -6.723 14.951 0.002 -0.006 0.009
Si -9.548 -4.067 14.974 0.009 -0.011 0.01
Si -6.78 -1.296 14.874 -0.025 0.015 -0.014
Si -4.062 1.435 14.806 -0.007 -0.001 -0.024
Si -1.351 4.133 14.825 0.026 -0.011 -0.013
Si -4.077 6.91 14.907 0.007 -0.011 0.005
Si -1.361 9.575 14.905 -0.007 -0.01 0.005
Si -4.097 -4.024 14.871 0.01 0.015 -0.008
Si -1.358 -1.307 14.821 -0.012 -0.012 -0.005
Si -0.025 0.034 16.215 0.002 -0.006 0.018
Si 2.708 2.735 16.173 -0.007 -0.002 0.009
Si 0.006 5.488 16.179 -0.009 0.006 0.008
Si 2.768 8.2 16.205 0.019 -0.001 0.007
Si 0.028 -5.416 16.267 -0.003 -0.006 0.014
Si 2.738 -2.747 16.195 0.019 0.006 -0.006
Si 5.431 -0.018 16.135 0.011 0 0.002
Si 8.123 2.714 16.157 -0.009 -0.011 0
Si 5.448 5.45 16.17 0.003 -0.008 -0.002
Si 8.155 8.147 16.199 0.012 0.008 0.012
Si 5.424 10.844 16.212 0.003 -0.013 -0.009
Si 8.126 -2.766 16.134 -0.013 0.016 0.008
Si 10.842 -0.022 16.125 0.015 0.02 0.003
Si 13.526 2.736 16.053 -0.002 -0.001 -0.014
Si 10.815 5.457 16.096 0.015 -0.026 -0.01
Si 13.589 8.213 16.174 0.006 0.005 0.008
Si 10.891 10.843 16.138 0.018 -0.013 0.006
Si 13.554 -2.739 16.155 0.01 -0.012 0.017
Si 16.321 -0.042 16.091 0.016 0.018 -0.002
Si 19.006 2.705 16.108 -0.01 0.004 -0.01
Si 16.29 5.491 16.122 0.015 0 0.004
Si 19.02 8.162 16.208 0.005 -0.007 0.006
Si 16.298 10.862 16.21 -0.009 -0.008 -0.001
Si 19.02 -2.79 16.213 0.009 0.012 0.01
Si 21.811 -0.097 16.23 0.007 -0.004 -0.01
Si 24.483 2.661 16.287 0.01 -0.011 0.012
Si 21.773 5.403 16.254 -0.02 -0.002 -0.001
Si 24.495 8.134 16.249 -0.032 0 -0.008
Si 21.78 10.856 16.271 0.037 0.004 0.009
Si 24.543 -2.754 16.377 0.003 0.01 -0.008
Si 27.214 -0.052 16.431 0 0.01 -0.014
Si 29.926 2.687 16.449 -0.025 0.02 -0.002
Si 27.24 5.376 16.285 0.021 -0.001 0
Si 29.931 8.164 16.352 0.009 0.003 -0.005
Si 27.251 10.884 16.431 -0.007 -0.002 0.008
Si 29.949 -2.712 16.45 -0.001 0.006 0.007
Si 32.662 0.01 16.53 0.028 -0.013 -0.001
Si 35.414 2.711 16.505 -0.005 0.01 -0.007
Si 32.668 5.444 16.397 -0.003 0.002 -0.008
Si 35.407 8.133 16.458 0.002 -0.001 -0.006
Si 32.666 10.93 16.433 -0.004 0.011 0.008
Si 35.378 -2.675 16.511 -0.033 -0.001 -0.008
Si -27.204 0.056 16.54 -0.013 0.009 0.016
Si -24.462 2.698 16.555 -0.01 0.001 0.01
Si -27.184 5.433 16.525 -0.015 0.017 -0.002
Si -24.447 8.112 16.534 -0.005 0.01 -0.009
Si -27.15 10.881 16.472 -0.001 -0.021 -0.009
Si -24.461 -2.721 16.497 0.019 0.001 -0.005
Si -21.777 0.039 16.506 0.01 0.012 -0.007
Si -19.013 2.663 16.574 -0.016 0.006 -0.007
Si -21.726 5.373 16.564 0.009 0.004 0.007
Si -18.993 8.103 16.473 -0.003 -0.009 -0.025
Si -21.762 10.856 16.47 -0.008 -0.003 -0.019
Si -19.064 -2.703 16.433 0.003 -0.012 -0.009
Si -16.346 -0.014 16.508 -0.001 0.034 0.003
Si -13.637 2.767 16.324 -0.02 -0.006 -0.019
Si -16.318 5.391 16.473 0.005 -0.019 -0.01
Si -13.547 8.199 16.431 0.007 0.021 -0.013
Si -16.253 10.859 16.483 0.012 -0.019 0.013
Si -13.6 -2.716 16.499 0.027 0.019 -0.018
Si -10.955 0.101 16.146 0.057 0.057 -0.025
Si -8.167 2.844 16.196 -0.011 0.005 -0.035
Si -10.896 5.54 16.346 -0.028 -0.012 -0.011
Si -8.205 -7.997 16.401 -0.003 0.02 0.023
Si -10.879 -5.384 16.446 0.001 -0.005 -0.036
Si -8.126 -2.676 16.213 0.006 -0.016 0.018
Si -5.376 0.082 16.18 0.009 -0.001 0.008
Si -2.712 2.782 16.171 -0.013 -0.011 0.007
Si -5.457 5.598 16.272 -0.037 0.003 0.007
Si -2.721 8.254 16.304 -0.003 0.015 0.012
Si -5.439 -5.366 16.266 0.02 0.008 0.03
Si -2.704 -2.663 16.18 -0.003 0.011 -0.009
O 2.766 -0.253 1.132 0.146 0.613 -0.286
O 4.403 0.93 -1.549 -0.238 -0.539 -0.057
O 5.116 1.899 0.926 -0.345 -0.349 0.079
O 8.824 1.29 1.57 -0.426 0.023 0.225
O 6.474 3.975 1.698 -0.254 0.449 -0.071
O 13.546 -0.817 1.583 0.061 0.072 -0.222
O 12.89 5.386 1.174 0.017 0.34 0.041
O 14.97 5.369 -0.355 0.327 -0.437 -0.606
O 15.831 6.826 1.698 -0.178 -0.43 0.051
O 10.595 -7.068 -0.001 0.238 -0.076 -0.419
O 12.43 -6.185 1.769 -0.235 -0.144 0.298
O 14.236 -4.235 1.439 -0.081 0.249 -0.295
O 16.263 -2.499 1.511 -0.262 0.17 -0.485
O 19.836 1.058 0.844 -0.538 0.232 -0.009
O 19.734 4.287 0.061 0.235 -0.505 0.237
O 17.364 -7.369 1.492 0.031 -0.239 -0.074
O 19.099 -5.467 1.343 0.226 -0.029 -0.451
O 21.693 -4.01 1.053 -0.02 -0.744 -0.404
O 23.577 -2.293 0.931 0.502 -0.551 0.314
O 21.695 -7.934 1.31 0.052 0.138 -0.051
O 25.346 -6.624 -0.912 -0.076 0.112 -0.742
O 25.114 -5.272 1.27 -0.379 -0.005 -0.142
O 28.851 -0.737 2.021 -0.52 0.192 0.17
O -32.031 3.874 1.323 0.192 -0.241 0.018
O -30.877 6.064 0.369 0.224 0.477 0.115
O -30.778 -5.788 1.755 -0.178 0.253 0.097
O -7.598 6.239 1.621 0.088 -0.159 -0.362
O -1.148 -4.755 1.415 0.117 -0.452 -0.36
O 21.151 -2.113 2.871 0.239 0.095 0.095
O -3.324 -4.456 2.89 0.007 -0.202 -0.001
O 29.525 -3.661 21.746 0.19 -0.333 -0.025
O -15.374 0.224 21.739 0.53 -0.228 -0.093
O -14.616 -2.944 21.623 -0.234 -0.034 0.062
O -10.065 -4.824 22.876 0.658 0.059 -0.17
O 2.107 -1.892 22.969 -0.19 -0.329 0.246
O 3.474 -3.903 22.342 -0.042 -0.26 0.259
O 14.661 -2.008 23.938 0 0.195 0.147
O 15.882 -4.254 23.03 -0.223 -0.247 -0.157
O 25.895 3.269 23.897 0.127 0.596 -0.247
O 23.561 2.972 23.027 0.008 -0.425 0.11
O 25.355 -3.555 22.662 0.019 -0.206 -0.269
O 26.466 -4.855 24.576 -0.182 -0.278 0.489
O 31.215 -2.75 23.648 0.37 -0.014 0.099
O -31.676 -0.305 24.344 -0.023 0.002 -0.308
O -32.392 4.716 23.1 0.044 -0.172 0.384
O -29.678 7.956 23.092 0.018 -0.018 0.557
O -27.314 -7.919 24.159 -0.04 -0.233 0.154
O -26.965 -5.569 23.043 0.308 0.184 0.071
O -17.655 1.28 22.333 0.297 0.17 0.491
O -19.233 3.005 23.419 -0.192 0.095 -0.031
O -21.918 5.572 23.595 0.248 0.108 0.095
O -17.05 -0.877 23.615 -0.144 -0.146 -0.082
O -13.162 -1.496 23.296 -0.045 0.909 0.115
O -12.158 -3.603 22.156 -0.238 -0.578 -0.133
O -7.287 7.968 22.968 0.099 0.462 0.213
O -9.603 -7.314 22.592 0.017 -0.345 0.125
O -11.955 -5.563 26.766 -0.149 0.703 -0.018
O -11.598 -6.404 24.16 -0.187 -0.223 0.019
O -4.339 0.192 24.312 0.28 0.396 0.729
O -1.971 7.652 22.734 -0.248 -0.078 0.328
O -3.727 -6.936 22.095 -0.707 -0.061 -0.431
O -6.683 -3.626 22.34 0.032 0.168 0.028
O -4.839 -5.105 23.349 -0.018 0.207 0.476
O -3.255 -1.25 22.5 -0.142 0.156 -0.326
O -1.795 -3.396 22.816 0.082 0.397 0.32
O 1.011 0.97 27.105 -0.399 0.432 -0.011
O 2.999 0.543 23.641 0.05 0.071 0.48
O 7.402 4.056 -5.587 -0.335 0.225 -0.352
O 1.768 4.098 24.354 -0.221 -0.307 -0.03
O 3.51 5.995 24.448 -0.094 0.029 -0.025
O 5.781 7.176 24.007 0.296 -0.127 -0.097
O 2.228 -6.357 24.077 -0.192 0.482 -0.006
O 0.47 8.046 23.604 -0.036 -0.174 0.282
O 2.861 -5.803 26.494 -0.688 -0.084 0.105
O 4.361 -4.833 24.599 0.195 0.446 0.599
O 5.528 -2.726 23.601 -0.326 -0.152 0.246
O 7.773 1.605 25.681 0.102 -0.104 -0.326
O 11.14 -1.245 -5.863 0.109 0.229 0.537
O 7.168 3.831 24.338 0.318 0.365 -0.037
O 11.141 6.156 -4.814 0.229 0.05 -0.402
O 11.863 4.461 24.278 0.488 0.108 0.298
O 3.776 4.442 -5.124 -0.14 0.038 0.072
O 14.062 0.483 23.463 -0.428 0.275 0.492
O 9.582 3.659 25.393 0.247 -0.186 -0.223
O 12.189 -1.002 24.45 -0.334 -0.243 -0.088
O 13.925 2.779 -5.59 -0.173 -0.4 -0.093
O 10.917 2.472 22.949 -0.232 -0.093 -0.075
O 15.341 4.965 26.534 -0.064 -0.002 0.065
O 15.016 6.401 24.409 -0.592 -0.364 0.115
O 11.075 8.141 23.433 -0.138 0.028 0.193
O 11.672 -4.532 25.341 0.137 -0.038 0.4
O 14.941 7.691 26.676 0.498 0.326 0.013
O 21.49 2.574 24.766 0.292 -0.117 -0.26
O 17.607 4.464 24.017 -0.117 0.361 0.629
O 20.084 5.527 23.913 0.127 0.183 0.234
O 21.714 7.675 23.366 0.118 0.038 0.534
O 16.466 -8.116 23.34 0.119 0.152 0.116
O 18.412 -6.464 24.29 0.139 -0.196 0.351
O 19.591 -4.063 24.186 0.051 0.341 0.081
O 24.744 -2.88 25.117 0.148 -0.014 0.367
O 24.203 -1.183 -5.303 0.06 -0.221 -0.699
O 26.974 1.313 25.097 -0.12 -0.444 0.094
O 23.771 3.717 25.53 0.33 0.156 0.361
O 24.461 5.414 23.642 -0.493 0.043 0.301
O 22.352 -3.784 25.699 -0.115 0.116 0.153
O 27.932 -7.179 24.454 0.436 -0.026 -0.217
O 23.042 -6.148 26.758 0.085 -0.087 0.488
O 27.177 -2.305 24.192 -0.043 -0.054 0.147
O 29.089 -0.672 25.082 0.107 0.248 0.251
O 31.692 4.331 -3.409 0.037 -0.144 -0.406
O -25.94 -1.761 -1.575 -0.582 0.133 -0.228
O -32.05 2.36 24.337 -0.414 0.305 0.249
O 27.488 -5.292 -2.925 0.058 -0.256 0.342
O 28.398 6.509 24.929 -0.393 -0.096 -0.159
O 30.931 -4.076 26.016 0.264 0.402 0.561
O -32.287 -2.513 25.594 -0.194 0.131 0.411
O -29.957 -1.004 26.159 -0.104 -0.005 0.534
O -18.338 7.045 -0.188 0.273 0.376 0.007
O -28.967 0.959 24.716 -0.525 0.296 0.031
O -30.452 4.408 24.767 0.048 0.125 0.411
O -21.633 -2.344 -3.225 0.23 -0.189 -0.109
O -28.595 6.269 24.864 0.543 -0.28 0.467
O 32.211 7.778 26.462 -0.403 -0.02 0.45
O -22.663 0.195 27.586 0.04 0.389 0.259
O -28.334 -3.425 24.66 0.251 0.134 -0.192
O -23.235 0.796 25.006 0.648 0.301 -0.009
O -25.199 5.093 -2.64 -0.187 0.39 0.055
O -27.333 2.794 23.837 0.007 -0.096 0.542
O -27.761 -4.184 -4.733 0.222 -0.088 0.025
O -26.996 -5.584 25.591 0.227 -0.209 0.532
O -22.644 -4.671 24.769 -0.461 -0.069 0.356
O -22.124 -5.743 27.281 -0.717 0.168 0.24
O -22.482 -7.782 24.526 0.229 -0.17 0.03
O -15.969 -4.347 26.321 0.545 -0.172 -0.169
O -20.04 7.459 24.726 -0.122 -0.409 -0.298
O -17.987 -4.795 24.745 -0.065 0.107 0.117
O -14.113 1.297 25.325 -0.239 -0.34 -0.217
O -11.386 -3.003 24.567 0.005 -0.028 0.693
O -18.772 2.707 26.049 -0.214 0.051 0.181
O -13.416 5.235 23.821 -0.048 -0.01 0.398
O -11.402 6.734 24.437 0.529 -0.219 -0.25
O -15.046 -7.261 24.641 0.184 0.448 -0.104
O -11.894 -3.19 -5.03 -0.216 -0.339 0.03
O -6.314 -1.422 23.823 0.389 -0.106 0.464
O -4.49 1.805 -6.005 -0.397 0.083 -0.019
O -7.508 5.638 24.088 0.074 0.093 -0.239
O -5.122 3.248 23.993 -0.051 -0.115 -0.13
O -5.47 7.267 24.624 -0.086 -0.145 0.015
O -10.786 -7.803 26.207 0.714 0.025 0.316
O -13.273 7.583 26.022 -0.36 -0.542 -0.047
O -8.104 -0.837 -3.671 -0.198 0.186 0.34
O -7.689 -3.291 24.786 -0.604 -0.057 0.171
O -1.832 0.652 23.9 -0.021 0.135 0.315
O 8.84 3.739 0.525 0.261 0.032 -0.27
O -0.117 2.682 23.369 0.078 0.086 0.778
O -1.936 2.607 -5.525 0.296 -0.542 -0.181
O -3.294 5.169 23.603 0.206 0.323 -0.365
O -3.68 4.269 -1.946 0.078 -0.149 -0.118
O -24.25 -2.34 -3.558 0.043 -0.045 -0.48
O -0.982 6.031 24.492 0.445 -0.293 0.49
O -21.075 7.481 -5.074 0.331 -0.32 0.517
O -3.665 -7.071 24.737 0.262 0.128 0.178
O -3.838 -0.524 -5.016 0.279 0.075 0.479
O 0.262 2.474 -3.91 0.455 -0.498 -0.393
O 3.573 1.856 -4.173 -0.221 -0.514 -0.285
O 5.598 6.331 -4.548 -0.095 -0.05 0.122
O 7.498 3.93 26.892 0.139 0.436 -0.201
O -2.336 6.615 0.395 -0.274 -0.389 -0.255
O -2.481 -1.657 24.934 0.251 -0.326 -0.194
O -17.739 -3.601 -1.839 0.127 -0.224 -0.306
O 1.418 -5.412 -4.181 0.11 -0.236 -0.168
O -32.438 -2.012 -2.322 0.051 -0.018 0.043
O 31.463 -0.217 -0.942 -0.229 -0.382 0.091
O 1.653 -1.545 27.216 0.571 0.039 0.213
O 16.426 5.244 -4.92 0.408 -0.204 0.319
O 12.428 7.85 27.262 -0.459 0.281 -0.339
O 14.541 7.014 -5.336 0.022 0.27 -0.16
O 13.969 4.82 -3.948 0.032 0.022 0.525
O 5.664 -5.131 -2.255 -0.329 -0.774 -0.179
O 5.263 -5.177 27.479 0.184 0.013 -0.518
O -31.601 -5.085 -1.614 0.5 0.21 0.409
O 11.938 -2.248 -0.217 0.437 -0.539 -0.018
O 13.453 3.112 26.596 -0.577 0.248 -0.48
O 20.359 1.659 -5.472 0.277 0.365 0.384
O 15.927 2.312 26.809 0.541 0.193 -0.01
O 16.532 -7.389 -2.871 0.056 -0.051 -0.698
O 19.886 6.568 -5.715 -0.536 0.204 0.105
O 13.791 -3.023 -2.981 -0.07 0.472 -0.21
O 18.297 -4.916 26.417 -0.119 0.355 -0.137
O -6.493 6.608 -2.746 0.31 -0.168 -0.157
O 21.004 -0.255 27.181 -0.02 -0.325 0.2
O 29.749 -4.99 -4.321 0.581 -0.038 0.205
O 23.54 7.553 -5.41 0.473 0.231 0.201
O 5.936 0.222 27.058 -0.005 -0.24 -0.017
O 15.998 -5.545 -5.032 -0.17 -0.301 0.178
O 20.421 -4.884 -5.14 -0.323 -0.007 -0.079
O 18.09 -5.409 -3.376 0.625 0.352 0.055
O 19.381 1.46 26.057 -0.358 0.37 0.214
O 25.342 1.096 -5.662 0.383 0.369 0.035
O 24.693 -0.326 -0.234 -0.23 -0.451 -0.371
O 28.504 5.361 -4.778 0.275 0.534 0.469
O 22.191 7.671 26.225 -0.1 -0.351 -0.508
O 28.809 -5.256 27.144 -0.301 -0.46 -0.192
O -4.346 7.372 -1.262 0.017 0.165 -0.43
O 25.389 7.225 -1.612 -0.234 0.198 -0.376
O 23.61 -7.268 24.521 0.128 0.501 0.037
O 22.356 4.615 0.824 -0.076 -0.108 -0.163
O 28.536 2.946 -5.881 -0.296 -0.471 0.016
O 27.299 3.565 26.367 0.074 0.054 -0.225
O -28.414 -4.075 27.18 0.017 -0.162 -0.016
O -29.689 2.28 -2.128 -0.325 0.177 -0.485
O -21.888 -6.39 -2.208 -0.489 -0.192 0.219
O -0.84 5.412 27.48 -0.158 0.072 0.381
O 27.192 8.087 26.613 0.518 0.3 0.108
O -18.341 -4.461 27.37 -0.327 0.369 -0.097
O 30.692 -0.272 27.324 -0.094 -0.702 0.233
O -31.001 3.05 -5.945 0.42 0.039 -0.439
O -30.988 -7.333 27.569 0.104 0.509 -0.375
O 30.519 -6.71 25.724 -0.357 -0.302 0.308
O -29.703 -0.128 -3.445 0.38 -0.129 0.115
O -29.202 4.111 -0.115 0.049 -0.366 0.383
O -28.092 6.624 -4.238 0.611 -0.203 0.639
O -6.623 -6.085 -1.782 0.358 -0.336 0.066
O -30.544 -4.758 24.221 0.423 -0.413 0.318
O 6.435 7.852 26.591 0.174 -0.086 -0.122
O -31.512 -1.701 -4.705 0.019 0.051 -0.064
O -27.8 4.097 -5.181 -0.3 -0.059 0.452
O 26.821 -0.949 -4.928 0.205 -0.042 -0.859
O 22.28 -0.031 1.05 -0.469 -0.32 -0.197
O 16.451 0.054 25.292 0.165 0.406 -0.457
O 9.731 -7.771 -5.074 0.169 0.16 0.06
O 16.687 -2.732 25.151 -0.076 -0.44 0.638
O 10.895 7.717 -2.776 0.099 0.574 0.178
O -26.21 -3.046 26.025 0.587 -0.305 0.16
O 0.001 4.439 -5.632 0.749 -0.381 0.109
O 24.633 8.062 26.923 0.065 -0.018 0.456
O 7.162 -3.455 -3.644 0.355 0.115 0.262
O -18.644 -1.974 25.499 0.132 -0.174 0.004
O -21.538 -0.062 -1.984 -0.32 0.417 -0.099
O -15.782 -4.157 -4.119 0.488 0.213 0.234
O -11.577 -6.976 -0.165 -0.331 0.194 -0.402
O 31.249 -2.671 -4.296 -0.255 0.271 0.057
O 15.395 -3.079 -0.804 -0.09 0.581 0.001
O -18.229 7.118 26.491 -0.036 -0.447 0.341
O -15.76 -6.639 -4.916 -0.462 -0.462 0.156
O -20.613 -3.773 26.087 -0.05 -0.094 0.471
O -27.328 -0.642 26.023 -0.01 0.214 0.138
O 10.883 -0.413 -1.768 -0.192 0.356 -0.66
O -12.035 -7.533 -3.298 0.176 -0.15 -0.072
O 22.804 1.197 -2.542 -0.233 -0.308 0.043
O 12.54 6.207 -1.259 0.412 0.32 -0.085
O -12.608 -0.903 25.766 0.013 -0.107 0.432
O 8.082 -0.949 26.514 -0.167 -0.279 0.064
O -12.241 1.297 27.169 0.134 -0.441 0.383
O -11.349 6.143 27.075 -0.402 0.159 0.09
O 30.445 6.653 -5.923 0.006 0.311 0.334
O -10.448 -4.592 -0.266 0.477 0.302 0.097
O -15.727 7.621 26.799 0.24 -0.618 -0.11
O -12.437 -1.027 -3.583 -0.007 0.469 0.059
O -8.067 -2.164 -6.008 0.187 0.351 -0.207
O -10.994 3.583 27.158 0.238 -0.084 -0.45
O -6.022 0.673 -4.168 -0.162 0.419 -0.019
O -5.541 2.668 -1.083 0.076 -0.217 -0.455
O -4.004 3.937 -4.585 -0.844 -0.169 0.028
O -9.31 5.088 25.856 0.075 0.554 -0.131
O -5.413 -3.022 26.249 0.292 -0.169 -0.575
O -4.819 -5.835 0.127 0.072 0.408 -0.319
O -30.429 0.404 -5.843 0.201 0.103 -0.404
O -9.609 -5.47 25.701 0.303 0.05 -0.483
O -9.109 -3.283 -3.899 -0.676 -0.045 0.06
O -5.206 2.379 26.474 0.376 0.177 0.033
O 2.523 -2.723 0.523 -0.39 -0.252 0.146
O -7.471 -4.537 26.999 0.503 -0.341 0.232
O -0.842 -0.919 26.821 -0.018 0.311 0.604
O -17.799 1.296 -0.362 -0.328 -0.512 -0.326
O 1.302 6.177 25.93 -0.056 0.781 -0.403
O -19.534 -7.671 -1.966 0.292 0.086 -0.429
O -0.762 7.231 -3.454 0.729 -0.18 -0.332
O 26.053 7.344 24.302 -0.344 0.401 0.493
O -0.861 -6.047 27.065 0.041 -0.128 -0.237
O -3.341 -1.695 27.374 0.023 0.512 0.296
O -19.359 -6.888 -5.932 0.089 -0.069 0.035
O -0.138 -4.92 -2.119 -0.231 -0.397 -0.227
O -2.324 -2.647 -5.548 0.035 -0.318 -0.151
O -1.703 6.474 -5.689 -0.357 0.147 -0.492
O -25.135 0.076 -3.191 0.279 -0.211 0.254
O 6.842 2.226 -3.915 -0.011 -0.249 0.096
O 12.846 1.077 -0.938 0.154 -0.506 0.059
O 11.203 -3.004 -2.605 -0.47 0 -0.241
O -21.536 5.929 26.274 -0.138 0.085 -0.005
O 4.66 -2.708 -2.65 0.325 0.421 0.653
O -18.111 4.322 -4.244 -0.279 0.101 0.152
O 2.716 -1.185 -1.552 -0.032 0.217 -0.312
O 2.204 2.165 -2.035 -0.109 0 0.071
O 16.016 2.537 23.282 0.17 -0.194 0.601
O 4.766 3.254 -2.467 -0.255 0.69 0.245
O 0.364 3.894 -1.704 -0.469 -0.13 0.209
O -29.852 5.444 -5.909 -0.235 0.125 -0.22
O -32.248 6.742 -2.936 0.478 0.127 0.485
O 11.768 1.434 25.496 -0.237 0.357 -0.406
O -23.95 1.974 -4.52 0.389 -0.371 0.139
O 31.012 -8.05 -3.246 -0.429 -0.04 -0.376
O 12.565 -5.628 -0.715 0.021 0.328 -0.071
O 4.945 -4.371 -4.654 -0.382 -0.502 -0.113
O 18.575 2.061 -3.629 -0.198 -0.017 -0.015
O 9.282 -2.3 -1.029 0.088 -0.061 -0.365
O -20.843 6.702 -0.905 -0.042 0.219 -0.019
O 15.255 2.063 -0.778 0.123 -0.185 -0.174
O 21.553 -2.066 -0.769 -0.158 0.252 0.166
O 20.7 2.855 -2.426 0.336 0.05 -0.166
O 15.368 6.65 -2.897 0.405 -0.181 0.163
O 15.755 7.843 -0.648 -0.267 0.32 0.201
O 16.334 -3.505 -3.359 -0.087 0.689 -0.115
O 13.787 2.373 -3.012 0.068 -0.328 -0.148
O 13.877 -7.526 -2.266 -0.143 -0.153 0.181
O -23.198 6.623 0.194 -0.434 -0.159 -0.44
O 13.108 3.653 -0.827 -0.626 0.082 -0.244
O -28.412 6.686 -0.362 0.41 -0.057 -0.197
O 24.684 5.393 -4.407 0.479 0.085 0.059
O 24.301 2.897 -3.667 -0.364 -0.103 -0.095
O 10.623 -0.638 26.509 0.162 0.374 0.267
O 19.995 6.865 -3.085 0.129 -0.47 0.261
O 30.15 4.923 -1.532 0.424 0.293 0.193
O 17.979 -6.342 -0.893 0.241 0.101 0.046
O -13.538 -5.556 -4.217 -0.138 0.453 -0.31
O -18.638 1.812 -4.879 0.124 0.158 0.146
O -10.338 -0.335 0.477 -0.215 0.036 -0.251
O -7.563 6.684 -5.212 0.666 -0.174 -0.232
O -3.971 -2.98 -3.554 -0.107 -0.021 -0.098
O 25.064 0.222 -3.295 0.33 -0.235 0.472
O -32.24 4.677 -1.25 0.268 -0.372 -0.036
O 29.054 0.714 -0.945 -0.043 0.27 0.119
O 25.372 4.644 -2.005 -0.148 -0.353 0.373
O -25.063 5.767 27.29 -0.359 -0.005 0.251
O -1.686 -3.489 26.647 -0.447 -0.156 0.295
O -24.534 6.968 25.032 -0.204 0.072 0.146
O 19.067 -0.45 -4.551 -0.321 -0.022 -0.204
O -32.027 -4.183 -3.972 -0.067 -0.126 -0.368
O 23.291 -4.013 -1.05 0.052 -0.568 0.323
O 28.365 -0.955 -2.79 0.05 0.055 -0.353
O -18.221 -4.65 -5.002 0.029 -0.341 0.191
O 17.317 0.69 0.121 -0.214 -0.086 -0.529
O -6.817 7.665 -0.366 -0.045 0.116 -0.333
O -10.478 2.045 -0.681 -0.129 -0.311 -0.072
O -32.485 5.233 -5.889 -0.464 -0.178 -0.163
O 32.597 7.778 -5.338 0.295 0.241 -0.23
O 26.655 -2.841 -3.156 -0.542 0.052 -0.261
O -0.545 -4.809 24.768 0.45 -0.145 0.205
O -17.334 -6.681 26.512 0.173 -0.11 -0.402
O 11.733 3.554 -4.295 -0.167 -0.589 -0.377
O 26.132 5.713 0.372 -0.007 -0.692 0.102
O -31.412 0.415 -1.561 0.264 0.385 0.216
O -21.452 4.546 0.391 -0.04 -0.368 -0.207
O 17.312 3.331 0.304 -0.127 0.258 -0.055
O -31.942 -6.874 -3.485 0.252 -0.052 0.07
O 31.103 -5.912 -1.629 -0.357 0.322 0.099
O 17.226 6.662 26.053 0.133 0.402 -0.336
O 9.734 -2.656 25.232 0.111 0.255 -0.392
O 9.236 -4.927 26.351 -0.248 -0.544 -0.01
O -14.328 -6.496 26.934 -0.492 0.343 0.151
O 27.672 5.833 -1.719 0 0.132 -0.487
O -21.069 -1.43 0.157 0.211 -0.353 -0.155
O -24.987 -6.816 24.391 0.261 0.465 0.387
O -11.573 1.233 24.6 0.158 0.181 0.245
O 9.373 -3.093 -5.185 -0.099 0.209 0.308
O -29.263 8.105 -2.423 -0.198 -0.349 -0.173
O -29.178 4.755 26.968 0.441 0.067 0.022
O -13.205 7.678 -1.181 -0.196 -0.238 -0.127
O -23.271 -3.731 -1.525 0.31 -0.001 0.135
O 6.998 4.459 -2.374 0.576 0.008 0.047
O 6.716 2.015 -1.247 0.509 0.023 0.19
O 0.691 -7.608 -1.88 -0.028 0.137 -0.232
O -15.192 -5.935 -2.282 0.179 0.17 0.103
O 29.932 -2.94 1.097 0.292 -0.113 0.049
O -1.868 -0.722 -0.987 -0.051 0.229 -0.585
O -25.115 2.517 -2.182 0.462 -0.133 0.511
O -27.477 -7.12 -0.847 0.05 -0.118 -0.369
O 20.584 -7.557 -1.22 -0.443 0.334 0.255
O 4.449 -7.375 25.189 -0.579 -0.137 -0.085
O -17.283 -5.955 -0.69 -0.097 -0.221 0.594
O -28.141 1.696 -0.104 0.186 -0.079 -0.211
O -13.68 3.428 26.798 -0.176 0.659 -0.084
O 9.889 0.322 24.077 -0.364 -0.32 0.172
O -25.282 -5.407 -0.694 0.185 -0.239 -0.281
O -22.705 5.13 -1.887 0.238 -0.295 -0.009
O -17.001 2.161 -2.953 0.142 -0.35 -0.127
O -11.892 -5.025 -2.331 0.085 -0.084 -0.015
O -6.654 1.158 24.548 -0.683 -0.051 0.082
O 7.222 5.737 -0.116 0.158 0.27 0.114
O -7.911 -7.658 -3.493 0.157 0.169 -0.073
O -7.585 -4.726 -5.541 -0.238 -0.715 -0.126
O -20.782 -1.389 26.907 0.129 0.242 0.102
O -10.112 4.294 -1.929 -0.244 -0.061 -0.172
O -19.379 2.846 0.916 0.225 0.199 -0.065
O -27.816 -6.91 -4.219 0.84 0.189 0.209
O 10.5 5.109 -2.51 -0.546 -0.362 0.239
O 12.52 -5.32 -3.227 -0.447 -0.282 -0.448
O -15.252 5.676 -1.351 0.297 -0.009 0.047
O 0.591 -0.6 -0.064 -0.067 -0.2 0.043
O -29.636 -2.93 0.917 0.267 -0.194 -0.203
O -7.201 0.767 -1.819 -0.275 -0.124 -0.025
O -24.653 1.695 27.006 -0.166 0.509 -0.147
O 5.226 2.342 23.411 0.188 -0.222 0.178
O -27.435 3.609 -1.936 -0.349 0.29 -0.792
O -8.53 -2.442 0.945 -0.128 0.098 -0.414
O 18.282 4.076 -2.036 -0.468 0.196 -0.453
O -0.629 -6.402 -5.536 0.16 0.068 0.157
O -2.592 -5.016 -4.451 -0.145 -0.154 0.152
O 22.946 1.48 26.568 0.396 -0.258 0.33
O -2.529 -3.334 -1.115 -0.5 -0.217 -0.121
O 5.297 2.52 -6.037 -0.059 -0.1 -0.54
O -0.268 1.307 -1.641 -0.251 0.036 -0.304
O 28.545 4.486 0.373 -0.425 0.151 -0.031
O 2.439 5.505 -1.148 0.042 -0.395 -0.005
O -0.049 6.376 -1.062 -0.068 0.122 0.44
O 19.744 6.855 26.801 -0.013 0.456 -0.34
O 29.05 -4.904 24.498 0.003 0.579 -0.028
O -17.582 0.403 25.858 0.071 0.046 -0.28
O -0.131 -3.119 -0.43 0.462 0.055 -0.155
O -13.002 -4.037 -0.114 -0.491 -0.34 -0.117
O 2.372 -5.751 -1.698 0.241 0.463 0.304
O -8.097 3.028 -0.693 0.035 0.248 0.23
O 6.162 -0.336 -0.018 -0.069 -0.435 -0.148
O 26.71 3.641 -4.07 -0.117 -0.371 -0.045
O -2.369 4.22 25.805 -0.245 -0.587 -0.081
O 8.228 6.293 -4.584 0.081 -0.02 0.158
O 16.56 -4.977 0.746 -0.162 -0.198 0.119
O 8.199 -8.022 0.612 -0.044 -0.123 -0.098
O 6.253 -6.38 -0.013 -0.248 -0.081 -0.121
O 22.91 -1.086 25.683 0.033 0.195 -0.379
O 21.608 3.746 27.07 -0.349 0.012 -0.185
O 11.213 -0.04 0.824 -0.609 0.297 0.664
O 7.192 -3.957 -0.539 -0.015 -0.218 -0.619
O 24.573 2.875 1.27 0.134 -0.046 -0.268
O 19.679 4.479 -4.183 -0.011 -0.161 -0.5
O 10.071 6.745 -0.453 0.047 -0.562 -0.17
O -22.838 -7.029 -4.653 -0.466 0.21 -0.375
O 19.081 -1.239 -0.31 -0.456 -0.562 0.137
O 3.094 4.448 26.627 0.315 -0.296 -0.122
O -14.494 -2.476 27.609 0.179 0.419 0.125
O 10.372 1.968 -0.493 -0.178 0.293 -0.408
O -1.866 -7.96 -1.388 0.051 0.551 -0.299
O 21.879 2.104 -0.28 -0.049 0.348 -0.082
O -29.766 -5.356 -3.522 0.249 0.036 0.241
O -17.529 -2.227 -4.013 -0.188 0.455 -0.335
O -10.998 -5.601 -4.768 0.446 -0.11 -0.065
O 21.142 6.458 -0.348 -0.072 -0.157 -0.845
O -16.081 -1.744 25.807 0.058 0.085 0.363
O -16.26 2.95 -5.457 0.49 -0.043 0.321
O 14.043 0.558 26.364 0.02 -0.485 0.079
O -16.177 2.55 26.433 -0.221 0.201 0.131
O -7.583 -1.84 27.043 -0.377 0.332 -0.135
O -16.507 3.465 -0.831 -0.336 0.112 -0.217
O 26.611 1.266 0.639 0.757 -0.236 0.246
O 3.239 7.079 -5.258 0.062 0.249 0.626
O 17.535 5.87 -0.184 0.151 0.493 -0.047
O 7.012 -6.897 24.523 -0.053 0.456 0.314
O 12.026 -3.515 -4.984 0.505 -0.042 -0.083
O 24.833 7.885 0.917 -0.44 0.311 0.342
O 23.066 -8.047 -0.959 0.01 0.358 -0.177
O -18.877 5.09 24.96 0.336 -0.141 0.276
O 26.313 -4.223 -0.889 0.274 0.493 0.318
O 0.146 7.824 27.552 0.278 0.253 -0.345
O 28.069 -1.714 -0.263 -0.437 -0.333 -0.303
O -24.904 -3.074 0.411 -0.143 -0.076 0.419
O -16.771 -1.225 -1.605 -0.38 0.376 0.24
O 18.722 -1.131 25.947 0.186 -0.553 -0.256
O 11.045 5.674 26.461 0.117 -0.046 0.164
O 27.563 -6.071 0.49 -0.038 -0.022 -0.387
O 8.411 -5.495 -4.909 0.229 -0.071 0.38
O -2.711 -7.641 -4.508 -0.326 0.069 0.343
O 22.014 5.686 -4.374 0.043 -0.102 0.217
O -31.72 -1.49 0.115 -0.345 0.128 -0.116
O 26.132 5.817 27.28 -0.359 -0.218 -0.192
O -31.063 4.584 -3.745 0.216 0.071 0.209
O -29.925 -7.592 0.106 0.073 -0.245 -0.186
O 22.821 -3.235 -5.83 -0.408 -0.324 0.043
O -32.458 -6.867 0.051 -0.435 -0.544 -0.033
O -14.152 -1.439 -1.706 -0.099 -0.671 0.048
O -27.616 -4.878 0.523 0.059 0.049 -0.09
O -9.125 6.312 -3.205 -0.002 0.037 0.41
O -24.209 2.646 1.03 0.153 0.119 -0.351
O -9.303 -6.501 -1.631 -0.252 -0.18 -0.145
O 0.779 -4.01 27.034 0.49 -0.09 0.12
O -22.952 -4.562 -3.916 -0.2 0.097 -0.584
O 30.503 5.277 25.817 0.547 0.202 0.129
O 29.231 3.244 -3.377 -0.111 -0.595 0.148
O -31.643 1.58 -3.895 -0.388 0.232 0.181
O -18.581 6.874 -5.145 0.065 -0.194 -0.214
O -11.706 6.235 -2.786 -0.262 -0.221 0.005
O -23.625 -0.983 -0.589 -0.063 0.205 0.179
O 2.946 -1.456 -4.219 -0.514 0.561 0.177
O -26.56 1.943 -4.374 -0.369 -0.42 0.078
O -7.344 3.454 25.471 -0.3 -0.095 0.442
O -16.562 6.324 -3.577 0.08 -0.019 -0.141
O -3.261 6.283 -3.6 -0.49 0.355 0.286
O -20.548 -6.316 25.504 0.716 0.025 0.416
O -32.301 -6.719 24.78 0.548 -0.196 0.424
O -29.959 -8.085 -5.062 -0.277 -0.481 0.128
O -23.404 6.916 -3.749 -0.01 0.28 0.283
O -19.315 -1.463 -2.289 0.08 0.174 0.509
O -15.411 0.911 -1.159 0.399 0.26 0.091
O 7.099 -7.747 -4.754 -0.339 0.197 -0.088
O -14.178 7.126 -3.357 0.133 0.005 -0.793
O 4.579 -4.335 -0.049 -0.184 -0.134 -0.333
O 4.93 -2.044 -5.873 0.372 0.555 -0.198
O 4.956 5.97 -1.387 -0.011 -0.453 -0.456
O 14.348 -4.271 25.13 -0.049 -0.052 0.416
O -13.925 -3.16 25.19 0.042 -0.641 -0.193
O 24.862 -4.72 -3.041 0.013 -0.467 -0.347
O -1.626 4.246 -3.551 0.146 -0.055 0.287
O 3.212 8.036 -1.504 0.483 0.276 -0.428
O -10.746 4.535 -4.483 -0.147 -0.041 -0.033
O -30.784 6.684 26.146 -0.169 0.045 -0.401
O 25.275 1.858 -1.475 0.161 0.824 -0.106
O -5.202 -3.795 -1.426 0.561 0.123 0.429
O -10.284 -1.145 -5.057 0.345 0.641 -0.163
O -7.097 -4.458 0.163 -0.085 -0.058 0.124
O 22.692 -6.255 -5.377 0.3 0.316 0.008
O -5.703 5.26 -0.603 -0.207 0.012 0.522
O -3.152 6.801 25.67 0.36 0.003 0.271
O -22.236 0.956 0.401 0.429 0.481 -0.416
O -24.722 -0.908 26.401 -0.042 -0.119 0.151
O -4.22 -1.396 0.016 -0.404 0.069 -0.443
O -2.04 -2.27 1.142 -0.324 0.276 0.503
O 31.989 -4.324 0.23 0.255 0.25 -0.355
O 2.021 -3.386 -2.685 -0.09 0.051 -0.181
O 13.465 -6.318 26.362 -0.217 0.066 0.318
O 20.809 -7.136 -3.846 -0.177 -0.282 -0.261
O -25.719 4.286 -0.14 -0.304 0.318 -0.181
O -20.885 -6.997 0.15 0.149 -0.382 -0.013
O 7.009 7.092 -2.467 0.309 0.441 0.553
O -1.289 -2.991 -3.221 0.314 0.241 -0.223
O -23.521 4.544 25.441 -0.009 -0.585 0.21
O 29.134 1.594 26.45 0.178 0.402 0.365
O -19.729 -5.125 -1.224 0.027 0.489 -0.068
O -28.983 -1.862 -5.376 -0.283 -0.006 -0.226
O 21.594 -1.204 -4.663 0.07 0.365 -0.172
O 12.984 -6.206 23.845 0.626 -0.159 0.061
O -25.34 3.731 -5.884 -0.118 0.221 -0.481
O 17.748 1.275 -5.911 -0.555 -0.463 0.248
O 20.59 0.252 -1.781 -0.445 0.244 -0.133
O 20.674 -5.886 25.611 0.15 -0.487 0.008
O 9.687 6.047 24.267 -0.534 0.069 0.213
O -20.578 -5.551 -4.174 0.355 0.204 0.295
O 18.005 -3.869 -5.484 -0.281 0.287 -0.413
O -11.618 -2.466 -1.571 0.487 0.108 -0.42
O -25.976 4.728 24.931 -0.345 -0.083 0.284
O 23.293 -2.635 -3.29 -0.012 0.156 0.431
O -26.788 -1.831 -4.018 -0.506 0.419 0.083
O -23.262 4.476 -4.394 0.56 -0.192 -0.176
O -21.06 3.62 25.148 -0.162 -0.671 0.486
O 12.306 -7.897 -4.94 0.108 0.517 -0.058
O -4.713 -7.853 26.942 -0.639 0.182 0.093
O -6.561 -3.594 -3.575 0.264 0.208 0.016
O -5.78 -1.374 -2.494 0.385 0.232 0.133
O -18.981 6.152 -2.618 -0.421 -0.205 0.094
O 14.834 -5.223 -2.007 0.435 -0.344 0.208
O 0.926 -0.496 24.876 -0.461 0.148 0.115
O 28.026 -7.056 -4.668 -0.242 -0.277 0.097
O 6.64 -0.484 24.454 -0.088 0.303 -0.138
O -16.118 8.109 -1.655 -0.538 -0.087 -0.116
O -12.144 0.137 -1.292 -0.521 0.362 -0.527
O 19.907 -2.098 -2.755 -0.245 -0.476 0.119
O -20.32 -0.231 -4.384 -0.269 -0.268 -0.139
O 22.188 -5.007 -3.165 -0.131 -0.359 0.04
O 28.742 -2.658 -4.856 -0.324 -0.124 -0.491
O 31.251 0.807 25.006 0.115 0.133 -0.147
O 31.001 2.352 -1.718 0.416 -0.101 0.156

Results
total energy: -403526.582 eV
total energy less fixed offsets of O -438.25, Si -107.07 eV per atom: 18.468 eV
